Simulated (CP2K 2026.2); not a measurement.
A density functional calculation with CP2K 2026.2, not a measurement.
Periodic cell of 2016 atoms, Si1440O576, from a study of silicon, its oxide and their interface. The atomic structure is a simulated model.
Doubt: the forces sum to 5.49 eV/angstrom along one axis rather than to zero, so they err by at least 0.0027 eV/angstrom per atom on average; the grid cutoff is modest.

Settings
functional: PBE
method: Gaussian and plane waves
basis set: DZVP-MOLOPT-SR-GTH
pseudopotentials: GTH-PBE
grid cutoff: 300 Ry, relative cutoff 40 Ry
k points: Gamma only
occupations: fixed
spin: none
net charge: 0

Cell vectors (angstrom)
a 65.28 0 0
b 0 16.32 0
c -0.3912 0.8137 33.4248

Atoms and the computed forces on them: element, x, y, z (angstrom), force x, y, z (eV/angstrom)
Si 1.121 -1.043 -0.149 0.162 -0.134 0.717
Si 3.943 1.743 -0.029 0.005 -0.21 0.724
Si 1.706 3.924 -0.174 -0.21 0.098 0.672
Si 4.012 7.048 -0.195 0.147 -0.175 0.725
Si 1.699 -7.111 -0.191 -0.075 0.134 0.704
Si 4.427 -4.267 -0.079 -0.255 0.118 0.711
Si 7.015 -1.535 -0.056 -0.123 0.183 0.668
Si 9.31 1.593 -0.032 0.216 -0.125 0.682
Si 7.134 3.826 0.045 -0.067 0.143 0.77
Si 9.877 6.523 0.032 -0.032 0.099 0.751
Si 6.673 9.863 0.081 0.068 -0.151 0.738
Si 9.317 -3.679 0.096 0.04 -0.141 0.705
Si 12.494 -1.678 0.224 0 0.172 0.688
Si 15.301 1.208 0.165 -0.27 0.034 0.732
Si 12.13 4.344 -0.05 0.125 -0.195 0.686
Si 14.925 7.123 0.331 -0.058 -0.243 0.708
Si 12.712 -7.027 0.033 -0.29 0.12 0.675
Si 14.798 -3.76 0.067 0.131 -0.208 0.748
Si 17.42 -1.079 -0.028 0.279 -0.139 0.73
Si 20.19 1.728 0.044 0.068 -0.19 0.705
Si 17.851 3.796 0.087 -0.085 0.204 0.811
Si 19.811 7.126 -0.065 0.393 -0.258 0.616
Si 17.633 -6.986 0.483 0.08 0.223 0.64
Si 20.597 -4.254 0.067 -0.273 0.145 0.739
Si 23.178 -1.606 -0.056 -0.049 0.2 0.688
Si 25.524 1.742 0.025 0.114 -0.225 0.685
Si 23.386 4.066 0.086 -0.299 0.106 0.648
Si 25.778 6.696 0.298 0.278 -0.079 0.611
Si 22.714 -6.598 -0.013 0.301 -0.259 0.695
Si 25.379 -3.889 -0.189 0.235 -0.212 0.743
Si 28.57 -1.647 0.045 -0.058 0.179 0.602
Si 31.033 1.564 -0.024 0.281 -0.255 0.738
Si 28.796 3.809 0.092 -0.22 0.3 0.761
Si 31.634 6.364 0.012 -0.173 0.367 0.775
Si 28.624 -6.905 0.088 0.002 -0.016 0.718
Si 30.876 -3.81 -0.031 0.194 -0.111 0.766
Si 34.297 -1.726 -0.038 -0.165 0.172 0.677
Si 37.007 1.12 0.176 -0.235 0.116 0.769
Si 33.996 4.294 0.107 0.037 -0.322 0.702
Si 36.578 6.833 0.084 0.275 -0.081 0.701
Si 34.555 -7.032 -0.132 -0.377 0.171 0.682
Si 36.711 -3.743 0.27 0.013 -0.142 0.672
Si 39.161 -1.11 0.303 0.214 -0.048 0.785
Si 42.088 1.576 0.179 0.176 -0.135 0.769
Si 39.761 3.671 0.182 -0.11 0.23 0.8
Si -23.159 6.84 0.479 0.012 -0.022 0.481
Si 39.95 -7.309 0.158 -0.075 0.023 0.684
Si -22.63 11.763 0.177 -0.114 0.008 0.727
Si -20.245 -1.639 0.047 -0.128 0.205 0.748
Si -17.471 1.099 0.247 -0.027 -0.003 0.696
Si -20.868 4.794 -0.003 0.07 -0.23 0.779
Si -18.328 7.435 0.347 0.064 0.045 0.746
Si -20.486 9.608 0.597 -0.03 0.017 0.471
Si -18.095 12.517 0.397 0.079 0.083 0.661
Si -15.249 -1.049 0.1 0.003 -0.161 0.679
Si -12.685 1.656 0.049 0.262 -0.106 0.711
Si -14.865 3.93 0.121 -0.137 0.152 0.707
Si -12.625 7.087 0.147 0.022 -0.051 0.673
Si -14.874 9.276 0.034 -0.098 0.22 0.742
Si -12.069 11.948 -0.107 -0.163 0.151 0.797
Si -9.251 -1.644 -0.219 -0.228 0.108 0.747
Si -7.069 1.361 -0.135 0.273 -0.069 0.656
Si -9.192 3.696 -0.032 -0.153 0.057 0.732
Si -6.6 6.475 -0.082 -0.063 0.163 0.766
Si -9.881 -6.624 -0.124 0.237 -0.057 0.727
Si -7.017 -3.871 -0.153 0.103 -0.184 0.709
Si -3.806 -1.441 -0.027 -0.202 -0.004 0.674
Si -1.145 1.088 0.002 0.04 0.191 0.696
Si -4.393 4.263 -0.19 0.224 -0.125 0.74
Si -1.532 7.057 -0.197 0.107 -0.243 0.658
Si -3.826 -7.152 0.032 -0.007 0.074 0.745
Si -1.733 -3.8 -0.135 0.209 -0.075 0.702
Si 2.741 0.081 1.167 -0.005 0.006 -0.057
Si 5.503 2.782 1.365 0.01 -0.011 -0.05
Si 2.841 5.484 1.166 0.008 0.011 -0.042
Si 5.522 8.182 1.226 -0.009 -0.009 -0.053
Si 2.783 -5.459 1.125 0.008 -0.025 -0.068
Si 5.492 -2.696 1.289 0.013 0.015 -0.059
Si 8.17 0.028 1.287 -0.004 -0.004 -0.031
Si 10.94 2.749 1.247 0.011 -0.009 -0.034
Si 8.298 5.399 1.348 -0.007 -0.021 -0.06
Si 10.998 -8.125 1.259 0.011 -0.028 -0.071
Si 8.224 -5.32 1.379 0.009 0.012 -0.064
Si 10.907 -2.733 1.529 0.003 0 -0.047
Si 13.662 0.012 1.362 -0.004 0.02 -0.055
Si 16.406 2.691 1.538 0.015 0 -0.069
Si 13.674 5.443 1.362 -0.029 0.014 -0.034
Si 16.28 -8.162 1.881 -0.037 -0.002 -0.006
Si 13.709 -5.401 1.389 0.001 0.027 -0.05
Si 16.337 -2.612 1.394 0.01 0.003 -0.062
Si 19.076 0.031 1.274 -0.022 0.033 -0.06
Si 21.736 2.895 1.333 0.033 0.01 -0.022
Si 18.935 5.462 1.354 -0.001 -0.021 -0.069
Si 21.593 -8.215 1.236 0.001 -0.026 -0.033
Si 18.976 -5.337 1.41 0.034 -0.005 -0.047
Si 21.756 -2.739 1.42 0.013 -0.01 -0.056
Si 24.39 0.025 1.2 0.013 -0.018 -0.033
Si 27.151 2.745 1.392 0.025 -0.002 -0.031
Si 24.435 5.428 1.642 -0.01 -0.037 -0.048
Si 27.326 -8.303 1.439 -0.02 0.019 -0.026
Si 24.391 -5.493 1.251 0.017 -0.007 -0.016
Si 27.016 -2.84 1.276 -0.046 -0.012 -0.01
Si 29.858 -0.05 1.252 -0.008 -0.001 -0.038
Si 32.702 2.659 1.274 -0.01 0.003 -0.077
Si 30.003 5.363 1.402 -0.002 0.017 -0.048
Si 32.723 -8.119 1.088 0.005 -0.024 -0.02
Si 29.854 -5.406 1.368 0.019 -0.006 -0.058
Si 32.614 -2.788 1.242 -0.021 -0.001 -0.036
Si 35.349 -0.077 1.333 0.002 -0.017 -0.054
Si 38.13 2.659 1.518 0.004 0.009 -0.079
Si 35.416 5.431 1.531 0.004 0.014 -0.051
Si 38.198 -8.322 1.376 -0.045 0.019 -0.059
Si 35.523 -5.476 1.348 -0.002 -0.001 -0.038
Si 38.076 -2.6 1.733 0.008 0.009 -0.016
Si 40.88 -0.016 1.439 -0.002 0.011 -0.047
Si -21.704 2.918 1.345 0.041 0.017 -0.076
Si -24.527 5.326 1.561 -0.014 -0.014 -0.041
Si -21.838 8.19 1.824 -0.013 -0.01 -0.028
Si -24.371 10.757 1.432 -0.059 0.044 -0.107
Si -21.724 -2.805 1.468 -0.019 0.009 -0.091
Si -19.095 -0.071 1.431 -0.005 -0.002 -0.057
Si -16.384 2.759 1.463 0.005 0.001 -0.051
Si -19.278 5.655 1.516 0.033 -0.048 -0.098
Si -16.465 8.299 1.465 0.04 -0.023 -0.039
Si -19.134 11.013 1.821 0.015 -0.002 -0.027
Si -16.396 -2.618 1.447 0.004 0.003 -0.053
Si -13.713 0.082 1.43 -0.01 0.007 -0.06
Si -10.925 2.697 1.228 -0.005 0.004 -0.041
Si -13.726 5.488 1.435 -0.005 0.003 -0.02
Si -10.969 8.207 1.335 0.007 0.019 -0.054
Si -13.656 10.869 1.279 0.025 -0.002 -0.054
Si -10.896 -2.737 1.12 0.022 -0.007 -0.064
Si -8.232 -0.094 1.248 -0.014 -0.006 -0.052
Si -5.467 2.622 1.123 -0.027 -0.001 -0.048
Si -8.141 5.338 1.269 0.023 0.005 -0.071
Si -5.423 8.014 1.276 0 -0.01 -0.051
Si -8.208 -5.472 1.128 -0.021 0.026 -0.025
Si -5.449 -2.686 1.157 0.009 0.001 -0.019
Si -2.626 -0.041 1.394 0.002 -0.005 -0.053
Si 0.083 2.749 1.127 0.006 0.02 -0.035
Si -2.728 5.424 1.073 -0.004 -0.01 -0.056
Si 0.064 8.155 1.15 -0.013 0.011 -0.043
Si -2.73 -5.446 1.226 -0.001 -0.015 -0.04
Si -0.002 -2.717 1.105 -0.028 0.014 -0.066
Si 1.401 1.413 2.577 0 -0.007 0.023
Si 4.156 4.187 2.641 -0.026 0.004 0.025
Si 1.395 6.779 2.527 0.006 -0.006 0.011
Si 4.123 9.535 2.579 0.007 0.012 0.03
Si 1.388 -4.087 2.458 -0.011 0.002 0
Si 4.083 -1.308 2.547 0.004 0.02 0.007
Si 6.811 1.346 2.681 0.01 -0.006 0.024
Si 9.616 4.051 2.724 0.012 0.01 0.02
Si 6.879 6.815 2.594 -0.007 -0.002 -0.003
Si 9.605 -6.771 2.626 0.016 -0.01 0.005
Si 6.832 -4.007 2.727 -0.016 -0.002 0.039
Si 9.546 -1.266 2.731 -0.011 0.018 0.017
Si 12.272 1.392 2.655 -0.017 0.001 0.012
Si 14.986 4.086 2.768 -0.003 0.016 -0.008
Si 12.3 6.834 2.718 -0.014 -0.001 0.026
Si 14.94 -6.651 2.959 -0.053 0.007 0.042
Si 12.27 -4.145 2.788 0.033 -0.004 0.022
Si 14.984 -1.304 2.796 0.024 -0.001 0.027
Si 17.776 1.317 2.811 0.015 -0.035 0.025
Si 20.387 4.195 2.739 -0.026 -0.001 0.01
Si 17.689 6.696 2.936 0.051 -0.013 0.031
Si 20.347 -6.798 2.71 0.013 -0.013 0.034
Si 17.67 -3.975 2.773 -0.017 -0.016 -0.006
Si 20.392 -1.321 2.697 0.01 0.02 -0.001
Si 23.071 1.4 2.636 -0.004 -0.005 0.011
Si 25.873 4.067 2.858 0.029 -0.007 0.045
Si 22.979 6.858 2.745 -0.019 0.054 -0.009
Si 25.833 -6.839 2.622 0.006 0.019 -0.002
Si 23.124 -4.129 2.736 -0.009 -0.02 0.018
Si 25.758 -1.344 2.617 0.017 0.013 0.015
Si 28.522 1.311 2.68 0.012 -0.007 0.024
Si 31.348 3.985 2.73 -0.01 0.007 0.051
Si 28.664 6.712 2.798 0.003 -0.021 0.019
Si 31.326 -6.82 2.574 0.017 -0.032 0.016
Si 28.428 -4.11 2.706 -0.011 -0.001 0.026
Si 31.272 -1.382 2.629 -0.005 0 0.005
Si 33.99 1.294 2.678 0.014 -0.002 0.024
Si 36.75 4.03 2.834 0.006 -0.018 0.001
Si 33.981 6.873 2.696 -0.031 0.029 0.039
Si 36.85 -6.857 2.717 0.004 -0.005 0.011
Si 33.984 -4.162 2.641 0.028 0.022 -0.006
Si 36.619 -1.3 2.931 -0.026 0.063 0.037
Si 39.49 1.301 2.862 -0.008 -0.011 0.04
Si -23.089 4.053 2.885 0.002 0.001 0.026
Si -25.893 6.681 2.886 0.01 -0.007 0.019
Si -23.21 9.554 3.056 -0.016 0.01 0.038
Si -25.771 12.184 2.769 0.033 -0.039 0.008
Si -23.112 -1.425 2.776 0.008 0.013 0.023
Si -20.411 1.428 2.688 -0.038 -0.01 0.024
Si -17.816 4.163 2.703 -0.011 0.022 0.015
Si -20.473 6.834 3.09 -0.001 0.013 0.052
Si -17.667 9.623 2.957 -0.013 -0.014 0.046
Si -20.504 12.332 3.076 -0.02 0.008 0.052
Si -17.743 -1.338 2.877 0 0.002 0.022
Si -15.015 1.427 2.843 -0.02 -0.008 0.032
Si -12.238 4.106 2.651 0 -0.012 0.01
Si -15.125 6.828 2.763 -0.006 0.025 0.019
Si -12.312 9.547 2.716 -0.005 0.02 0.028
Si -14.989 12.26 2.669 -0.003 -0.027 0.008
Si -12.248 -1.376 2.565 0.014 -0.018 0.009
Si -9.601 1.29 2.594 0.004 0.009 0.016
Si -6.774 3.973 2.603 0.026 -0.005 0.036
Si -9.542 6.766 2.56 0.002 -0.01 0.001
Si -6.823 -6.84 2.499 0.013 0.018 -0.002
Si -9.54 -4.089 2.549 -0.01 -0.009 0.016
Si -6.789 -1.373 2.586 0.002 -0.001 0.017
Si -4.075 1.366 2.563 -0.01 0.014 0.015
Si -1.34 4.086 2.454 0.004 0.005 0.014
Si -4.031 6.699 2.602 0.003 -0.014 0.033
Si -1.276 -6.772 2.531 -0.01 -0.018 0.021
Si -4.129 -4.096 2.551 -0.005 0.007 0.011
Si -1.273 -1.433 2.653 0.04 -0.013 0.043
Si 0.065 0.01 3.945 0.003 -0.001 -0.015
Si 2.767 2.769 3.941 -0.005 -0.013 -0.02
Si 0.013 5.427 3.872 0.004 -0.003 -0.002
Si 2.745 8.16 3.912 0.013 0.007 -0.017
Si 0.059 -5.421 3.899 -0.006 0.012 0.003
Si 2.728 -2.715 3.87 0 -0.019 0.002
Si 5.435 -0.008 3.994 0.003 -0.005 0.001
Si 8.198 2.709 4.034 0.005 0.003 -0.01
Si 5.513 5.507 4.001 0.003 -0.003 0.014
Si 8.217 -8.135 3.97 0.01 0.005 0
Si 5.459 -5.431 3.991 0.005 -0.015 -0.007
Si 8.19 -2.653 4.07 -0.001 -0.019 -0.011
Si 10.919 0.07 4.069 -0.002 0.008 0.005
Si 13.608 2.724 4.08 -0.003 -0.016 -0.003
Si 10.935 5.461 4.073 0.017 0.003 -0.02
Si 13.581 -8.124 4.169 0.001 -0.021 -0.022
Si 10.901 -5.478 4.111 0.006 -0.01 0.014
Si 13.622 -2.709 4.109 -0.01 0.002 -0.027
Si 16.363 0.013 4.165 -0.006 0.017 -0.016
Si 19.09 2.756 4.118 0 0.006 -0.008
Si 16.3 5.38 4.226 -0.004 -0.009 0.028
Si 19.054 -8.152 4.158 -0.006 0.033 -0.027
Si 16.36 -5.318 4.209 0.008 0.008 0.022
Si 19.053 -2.653 4.116 0.003 0.016 0
Si 21.756 0.042 4.058 -0.01 0.014 -0.007
Si 24.452 2.679 4.096 -0.012 -0.003 -0.017
Si 21.715 5.495 4.158 -0.002 -0.002 0.034
Si 24.437 -8.124 4.041 0.005 -0.004 0.009
Si 21.742 -5.467 4.092 -0.013 0.004 -0.012
Si 24.459 -2.708 4.055 0.011 -0.012 0.001
Si 27.152 -0.038 4.035 -0.016 -0.017 0.012
Si 29.908 2.667 4.059 0.002 -0.008 -0.001
Si 27.242 5.431 4.166 -0.004 0.003 0
Si 29.993 -8.157 4.049 0.023 0.025 0.016
Si 27.132 -5.485 4.073 -0.002 -0.026 0.005
Si 29.868 -2.731 4.001 0 -0.004 -0.006
Si 32.603 -0.039 4.051 -0.008 -0.008 -0.01
Si 35.327 2.657 4.098 -0.009 -0.014 0
Si 32.645 5.446 4.064 -0.004 0.021 -0.02
Si 35.38 -8.147 4.077 0.016 -0.019 -0.006
Si 32.633 -5.49 4.03 -0.01 -0.01 0.016
Si 35.262 -2.779 4.116 -0.008 -0.011 -0.008
Si 38.055 0.016 4.223 0.004 -0.008 0.003
Si -24.465 2.683 4.215 -0.003 0.012 -0.004
Si -27.242 5.375 4.248 0.009 0.009 0.01
Si -24.572 8.096 4.261 -0.003 0.004 -0.017
Si -27.164 10.847 4.131 0.007 -0.026 0.009
Si -24.471 -2.756 4.167 -0.003 -0.021 -0.014
Si -21.766 0.028 4.082 0.022 -0.003 -0.035
Si -19.076 2.743 4.109 -0.004 0.022 -0.022
Si -21.825 5.413 4.319 -0.016 -0.011 0.006
Si -19.026 8.216 4.285 -0.001 -0.004 -0.027
Si -21.833 10.912 4.36 0.006 0.01 -0.001
Si -19.05 -2.661 4.299 0.03 -0.001 0.006
Si -16.361 0.041 4.174 -0.006 0.012 0
Si -13.574 2.767 4.083 0.007 0.005 0.003
Si -16.423 5.447 4.12 0.009 0.005 0.005
Si -13.669 8.169 4.062 -0.004 0.007 -0.017
Si -16.27 10.971 4.194 0.015 0.012 0.006
Si -13.592 -2.71 3.989 -0.001 0.014 0.007
Si -10.917 -0.045 3.987 0.001 0.01 0.014
Si -8.189 2.653 3.938 -0.007 0.012 -0.009
Si -10.877 5.452 3.992 -0.007 -0.008 0.017
Si -8.167 -8.182 3.9 0.001 -0.003 0.002
Si -10.89 -5.41 3.989 -0.002 0.013 -0.013
Si -8.163 -2.745 3.927 -0.014 -0.004 -0.006
Si -5.431 0.001 3.93 -0.011 -0.006 -0.002
Si -2.687 2.738 3.878 0.009 0.009 0.001
Si -5.411 5.36 3.952 0.005 -0.015 -0.009
Si -2.669 8.153 3.878 -0.007 0.004 -0.026
Si -5.477 -5.472 3.894 -0.006 0.014 0.004
Si -2.721 -2.77 3.931 0.01 -0.005 -0.005
Si 1.408 -1.333 16.119 0.018 0.015 -0.012
Si 4.081 1.347 16.216 -0.023 -0.003 -0.009
Si 1.389 4.098 16.108 0 0.022 -0.012
Si 4.045 6.786 16.248 -0.002 0.004 -0.006
Si 1.371 -6.779 16.189 0.031 0.002 -0.009
Si 4.067 -4.088 16.245 -0.01 0.01 0.008
Si 6.746 -1.366 16.343 -0.007 0.003 0.008
Si 9.452 1.352 16.353 -0.009 -0.005 0.009
Si 6.749 4.08 16.3 -0.006 0.013 0.007
Si 9.395 -9.552 16.254 -0.017 -0.004 -0.011
Si 6.73 -6.802 16.286 0.002 -0.005 0.004
Si 9.406 -4.076 16.309 -0.006 -0.024 -0.005
Si 12.17 -1.286 16.319 0 0.01 0.005
Si 14.921 1.423 16.388 0.015 0.003 0.01
Si 12.182 4.077 16.343 0.005 0.008 0.005
Si 14.898 -9.475 16.324 -0.008 0.001 -0.004
Si 12.185 -6.77 16.292 0.012 0.014 0
Si 14.885 -4.014 16.317 0.01 -0.002 -0.002
Si 17.654 -1.276 16.387 0.017 0.006 -0.001
Si 20.382 1.452 16.404 0.004 -0.004 -0.013
Si 17.675 4.146 16.392 0.009 0.009 -0.011
Si 20.379 -9.485 16.41 -0.007 -0.011 0.005
Si 17.626 -6.752 16.339 0.003 0.014 -0.013
Si 20.368 -4.013 16.341 -0.002 -0.011 -0.02
Si 23.117 -1.276 16.395 0.011 0.004 -0.006
Si 25.823 1.413 16.446 0.004 -0.006 -0.011
Si 23.113 4.131 16.456 0.004 -0.012 -0.004
Si 25.817 -9.498 16.431 0.001 0.005 -0.008
Si 23.134 -6.757 16.395 -0.005 0.017 -0.009
Si 25.849 -4.026 16.413 -0.001 -0.004 -0.013
Si 28.528 -1.31 16.444 0.01 0.009 -0.004
Si 31.2 1.355 16.424 0.001 -0.009 -0.012
Si 28.533 4.096 16.449 0.001 0.003 -0.002
Si 31.273 -9.51 16.418 0.004 0.01 -0.011
Si 28.557 -6.753 16.434 0.003 -0.002 -0.008
Si 31.211 -4.053 16.371 0.009 0.002 -0.004
Si 33.927 -1.388 16.342 -0.005 -0.015 -0.021
Si 36.652 1.352 16.31 -0.001 -0.01 0
Si 33.985 4.069 16.433 0.014 -0.008 0.01
Si 36.692 -9.604 16.317 -0.01 -0.015 -0.002
Si 33.972 -6.855 16.307 -0.006 -0.005 -0.008
Si 36.705 -4.118 16.319 -0.011 -0.001 -0.009
Si 39.46 -1.395 16.25 0.009 0 -0.007
Si -23.121 1.321 16.37 0.008 -0.012 0.01
Si -25.832 3.959 16.332 0.009 0.013 -0.005
Si -23.071 6.754 16.302 -0.001 0.013 0.009
Si -25.824 9.466 16.291 -0.01 -0.005 -0.008
Si -23.057 -4.084 16.258 0.003 0.02 -0.01
Si -20.383 -1.381 16.359 -0.005 -0.022 0.013
Si -17.641 1.285 16.269 0.009 -0.01 -0.01
Si -20.385 4.036 16.323 -0.008 0.013 0.014
Si -17.617 6.774 16.302 -0.002 0.009 -0.006
Si -20.311 9.491 16.299 -0.006 0.02 0.001
Si -17.627 -4.076 16.295 0.009 0.017 -0.026
Si -14.901 -1.414 16.273 -0.022 -0.037 0
Si -12.143 1.358 16.242 0.003 0 -0.006
Si -14.846 4.064 16.292 -0.005 0.015 -0.007
Si -12.134 6.772 16.275 0.012 -0.012 0.01
Si -14.867 9.511 16.259 -0.026 0.015 -0.005
Si -12.137 -4.105 16.262 -0.022 0.004 -0.002
Si -9.427 -1.377 16.231 -0.014 0.005 -0.006
Si -6.75 1.321 16.087 0.008 -0.013 -0.017
Si -9.452 4.101 16.183 0.009 0.003 -0.005
Si -6.767 6.827 16.249 -0.001 0.004 0
Si -9.416 -6.811 16.304 0.006 0.005 0.005
Si -6.752 -4.097 16.242 -0.005 -0.017 0.014
Si -4.037 -1.384 16.148 -0.004 0.02 -0.001
Si -1.372 1.345 16.104 -0.009 0.001 -0.007
Si -4.049 4.091 16.111 0.012 -0.006 -0.012
Si -1.379 6.787 16.049 0.002 0.004 -0.012
Si -4.119 9.511 16.141 0.024 -0.019 -0.005
Si -1.363 -4.088 16.172 -0.017 -0.012 0.009
Si 2.746 -0.033 17.561 0.024 -0.024 0.011
Si 5.366 2.715 17.632 -0.004 -0.013 -0.002
Si 2.703 5.386 17.582 0.008 -0.02 0.029
Si 5.394 8.121 17.641 -0.009 -0.023 -0.002
Si 2.729 -5.448 17.611 -0.037 -0.024 -0.004
Si 5.362 -2.745 17.693 0.002 0.006 0.004
Si 8.078 0.002 17.744 0.004 -0.001 0.005
Si 10.832 2.693 17.716 0.016 -0.001 -0.013
Si 8.089 5.418 17.704 0.016 0.018 0.019
Si 10.737 -8.152 17.53 0.001 -0.002 -0.028
Si 8.021 -5.425 17.697 0.009 0.027 0.01
Si 10.754 -2.655 17.6 -0.004 0.011 -0.025
Si 13.512 0.074 17.726 -0.004 0.011 0.004
Si 16.304 2.801 17.742 -0.003 -0.006 0.012
Si 13.525 5.486 17.671 0.013 -0.011 -0.001
Si 16.242 -8.105 17.685 -0.008 0.023 -0.003
Si 13.541 -5.401 17.666 0.006 -0.027 0.012
Si 16.23 -2.638 17.679 -0.013 -0.005 -0.025
Si 19 0.125 17.757 -0.019 0.013 0.006
Si 21.72 2.796 17.822 0.005 -0.014 -0.01
Si 19.022 5.485 17.81 0.005 -0.002 -0.006
Si 21.759 -8.112 17.736 0.007 -0.001 0.006
Si 18.963 -5.35 17.669 -0.008 -0.005 -0.014
Si 21.742 -2.66 17.688 -0.016 0.002 -0.004
Si 24.428 0.101 17.813 -0.012 -0.003 0.003
Si 27.196 2.733 17.851 -0.015 -0.01 -0.018
Si 24.493 5.46 17.843 0.006 0.003 0.008
Si 27.151 -8.09 17.767 -0.009 0.014 -0.014
Si 24.509 -5.402 17.766 0.016 -0.013 -0.006
Si 27.177 -2.658 17.81 -0.019 0 0.008
Si 29.845 0.049 17.875 -0.03 0.017 -0.002
Si 32.581 2.7 17.755 -0.004 -0.012 0.012
Si 29.908 5.468 17.786 0.014 0.002 0.006
Si 32.673 -8.164 17.764 0.007 0 -0.006
Si 29.93 -5.394 17.81 -0.004 -0.008 0.032
Si 32.528 -2.677 17.735 -0.002 0.036 -0.003
Si 35.297 -0.02 17.646 -0.022 0.011 0.014
Si 38.042 2.626 17.703 0.013 0.003 0.009
Si 35.398 5.407 17.803 0.021 0.026 0.018
Si 38.095 -8.26 17.603 0.031 0.017 -0.001
Si 35.326 -5.505 17.633 0.011 0.002 0.028
Si 38.154 -2.772 17.598 0.017 0.005 -0.007
Si 40.757 -0.066 17.68 -0.021 0.001 0.003
Si -21.741 2.686 17.726 -0.009 -0.002 -0.024
Si -24.384 5.297 17.607 0.011 -0.044 -0.022
Si -21.689 8.134 17.63 0.003 -0.012 -0.002
Si -24.418 10.867 17.557 0.013 0.001 -0.041
Si -21.75 -2.762 17.71 -0.008 -0.007 0.032
Si -18.985 -0.034 17.701 -0.009 0.025 0.007
Si -16.24 2.643 17.545 -0.022 0.019 -0.033
Si -19 5.399 17.641 0.002 -0.013 0.022
Si -16.226 8.156 17.612 -0.005 0.012 -0.012
Si -18.947 10.863 17.656 0 0.003 0.003
Si -16.305 -2.71 17.678 -0.008 0.014 -0.016
Si -13.49 -0.055 17.555 0 0.002 0.011
Si -10.782 2.764 17.565 -0.012 -0.001 0.001
Si -13.438 5.389 17.676 -0.015 -0.038 0.017
Si -10.776 8.128 17.647 -0.007 0.012 0.019
Si -13.513 10.874 17.617 0.024 -0.017 0.013
Si -10.739 -2.768 17.611 0.021 0.007 -0.005
Si -8.032 0.002 17.533 0.001 -0.007 0.007
Si -5.397 2.677 17.397 0.001 -0.005 -0.029
Si -8.107 5.421 17.584 -0.004 0.018 0.017
Si -5.442 8.236 17.622 -0.029 0.032 0.018
Si -8.06 -5.435 17.697 0.008 -0.021 0
Si -5.357 -2.731 17.551 0.004 -0.004 0.019
Si -2.687 -0.027 17.497 -0.004 -0.013 0.012
Si -0.014 2.755 17.372 -0.006 -0.004 -0.008
Si -2.725 5.491 17.452 -0.005 0.005 0.033
Si -0.029 -8.209 17.395 -0.004 -0.005 -0.015
Si -2.785 -5.459 17.482 -0.004 0.015 -0.006
Si 0.059 -2.687 17.428 0.026 0.006 -0.005
Si 1.361 1.45 18.703 -0.015 0.033 -0.03
Si 4.031 4.042 19.044 -0.01 0.01 -0.035
Si 1.246 6.754 18.799 -0.045 0.025 -0.047
Si 4.035 -6.864 19.006 0.018 0.012 -0.016
Si 1.345 -4.008 18.858 0.033 0.034 -0.024
Si 3.994 -1.401 19.075 -0.013 -0.013 -0.008
Si 6.66 1.377 19.062 -0.011 -0.016 -0.016
Si 9.46 4.029 19.057 0.002 -0.009 -0.023
Si 6.696 6.754 19.074 -0.03 0.005 -0.014
Si 9.401 -6.861 18.941 0.015 -0.011 -0.023
Si 6.657 -4.097 19.142 -0.009 -0.016 -0.02
Si 9.445 -1.393 19.092 0.016 -0.025 -0.004
Si 12.169 1.385 19.172 -0.009 -0.003 0.001
Si 14.93 4.193 19.055 0.008 0.016 -0.019
Si 12.022 -9.5 18.901 -0.012 0.002 -0.016
Si 14.88 -6.768 19.063 -0.018 0.028 0
Si 12.103 -4.01 18.904 -0.009 0.016 -0.019
Si 14.891 -1.265 19.057 0.036 -0.018 -0.015
Si 17.664 1.501 19.178 0.032 0.009 -0.041
Si 20.398 4.154 19.236 -0.019 0.002 0.008
Si 17.601 -9.43 19.071 -0.001 -0.017 -0.01
Si 20.375 -6.672 18.984 0.015 0 -0.049
Si 17.534 -4.035 19.02 -0.012 -0.009 -0.016
Si 20.38 -1.293 19.02 0 0.009 -0.025
Si 23.042 1.438 19.226 0.02 -0.014 -0.014
Si 25.849 4.061 19.241 -0.041 0.017 0
Si 23.126 -9.447 19.145 -0.02 0 -0.026
Si 25.836 -6.743 19.204 0.012 -0.014 -0.007
Si 23.141 -3.986 19.032 -0.004 0.006 -0.014
Si 25.821 -1.233 19.151 0.036 0.004 -0.044
Si 28.532 1.44 19.326 0.02 -0.003 -0.005
Si 31.287 4.109 19.148 -0.006 -0.033 -0.015
Si 28.535 -9.43 19.082 0.001 0.002 -0.013
Si 31.385 -6.742 19.135 0.008 0.015 -0.031
Si 28.524 -4.045 19.176 0.008 0.016 -0.048
Si 31.183 -1.344 19.218 0.046 -0.042 -0.001
Si 33.882 1.239 19.068 -0.04 -0.003 -0.033
Si 36.791 3.995 19.142 0.036 0.023 -0.002
Si 34.065 -9.488 19.157 0.009 0.014 -0.02
Si 36.746 -6.879 18.928 -0.011 0.005 -0.061
Si 33.91 -4.128 18.929 -0.001 -0.045 -0.057
Si 36.788 -1.363 18.852 0.011 0.041 -0.025
Si 39.309 1.185 19.071 0.004 -0.056 -0.017
Si -23.129 3.985 19.131 -0.029 0.048 -0.004
Si 39.506 -9.681 18.855 -0.041 -0.016 -0.031
Si -23.031 9.578 18.909 0.036 0.031 -0.009
Si 39.539 -4.137 18.945 0.013 0.013 -0.034
Si 42.078 -1.432 19.05 -0.01 0.008 -0.041
Si -20.347 1.334 19.053 0.01 0.015 -0.013
Si -17.59 3.976 18.892 -0.04 -0.012 -0.041
Si -20.382 6.747 19.01 0.002 -0.01 -0.021
Si -17.571 9.497 19.004 0.002 -0.003 -0.025
Si -20.306 -4.114 19.027 -0.011 -0.006 -0.023
Si -17.648 -1.362 19.12 0.018 -0.023 -0.004
Si -14.886 1.272 18.872 -0.015 0.005 -0.004
Si -12.106 3.979 19.09 -0.004 -0.002 -0.015
Si -14.809 6.831 18.927 0.01 -0.009 -0.014
Si -12.104 9.557 18.978 -0.002 0.004 -0.03
Si -14.926 -4.112 18.952 -0.019 -0.002 -0.006
Si -12.082 -1.371 18.901 0.003 0.007 -0.01
Si -9.328 1.459 18.835 0.028 0.04 -0.011
Si -6.697 3.983 18.807 0.002 -0.016 -0.029
Si -9.441 6.737 19.026 -0.012 -0.009 0.005
Si -6.689 9.617 19.154 0.044 0.021 0.007
Si -9.386 -4.057 19.081 -0.024 0.01 0.001
Si -6.675 -1.348 18.911 0.034 0.015 -0.012
Si -4.092 1.352 18.786 -0.044 0.015 -0.021
Si -1.341 4.113 18.724 0.022 -0.003 -0.025
Si -4.088 6.804 18.873 0.01 -0.004 -0.016
Si -1.445 -6.918 18.697 0.012 -0.031 -0.035
Si -4.032 -4.091 18.948 -0.01 0 0
Si -1.228 -1.336 18.805 0.028 0.042 -0.058
Si 0.04 0.202 20.078 -0.04 -0.002 0.009
Si 2.521 2.695 20.271 -0.012 0.014 0.044
Si -0.101 5.434 20.188 0.001 -0.015 0.075
Si 2.577 8.026 20.192 0.007 -0.015 0.037
Si -0.107 -5.494 19.889 -0.018 -0.028 0.026
Si 2.549 -2.718 20.463 -0.002 0.011 0.036
Si 5.311 0.01 20.458 0.01 -0.01 0.041
Si 8.072 2.687 20.423 0.031 -0.009 0.037
Si 5.392 5.345 20.5 0.029 0.015 0.042
Si 8.103 8.115 20.387 0.007 -0.024 0.054
Si 5.316 -5.547 20.52 0.038 0.001 0.047
Si 8.042 -2.705 20.504 0.007 -0.013 0.024
Si 10.812 -0.075 20.511 0.015 -0.001 0.033
Si 13.571 2.851 20.436 -0.005 0.004 0.03
Si 10.811 5.437 20.375 0.034 -0.012 0.049
Si 13.283 -8.09 20.219 -0.006 0.031 -0.036
Si 10.69 -5.371 20.183 -0.02 0.02 0.019
Si 13.49 -2.708 20.267 0.02 -0.002 0.035
Si 16.193 0.14 20.455 -0.04 0.005 0.039
Si 19.035 2.857 20.671 -0.041 -0.009 0.045
Si 16.224 5.612 20.478 -0.002 -0.013 0.041
Si 19.004 -8.036 20.315 0.002 0.014 0.072
Si 16.26 -5.422 20.477 0.025 -0.033 0.039
Si 18.891 -2.59 20.256 -0.022 0.015 0.035
Si 21.674 -0.018 20.519 0.021 0.005 0.04
Si 24.404 2.764 20.669 -0.005 -0.003 0.056
Si 21.78 5.542 20.564 0.016 0.008 0.095
Si 24.451 -8.083 20.561 0.031 0.042 0.033
Si 21.745 -5.294 20.332 -0.022 -0.002 0.048
Si 24.438 -2.625 20.428 -0.013 0.019 0.043
Si 27.088 0.106 20.672 -0.04 -0.005 0.076
Si 29.946 2.845 20.658 -0.009 0.009 0.05
Si 27.258 5.51 20.486 0 -0.005 0.033
Si 29.94 -8.077 20.398 0.02 0.022 0.034
Si 27.203 -5.4 20.591 -0.031 -0.032 0.06
Si 29.826 -2.689 20.611 -0.018 -0.003 0.075
Si 32.548 -0.053 20.631 0.015 0.045 0.032
Si 35.331 2.55 20.332 0.021 0.017 0.031
Si 32.723 5.436 20.487 0.023 0.023 0.025
Si 35.486 -8.11 20.473 -0.041 -0.023 0.066
Si 32.726 -5.349 20.549 -0.018 -0.023 0.065
Si 35.433 -2.793 20.002 0.012 -0.035 0.045
Si 37.977 -0.198 20.512 0.032 0.022 0.058
Si 40.642 2.566 20.363 0.002 0.059 0.068
Si 38.307 5.358 20.424 -0.006 -0.091 0.031
Si 40.868 -8.231 20.022 -0.028 -0.012 0.044
Si 38.167 -5.531 20.193 0.025 -0.015 0.072
Si 40.745 -2.825 20.478 0.001 0.006 0.048
Si 43.505 -0.06 20.303 -0.001 -0.022 0.046
Si -18.944 2.707 20.386 0.004 0.005 0.032
Si -21.719 5.376 20.471 -0.02 -0.037 0.046
Si -18.935 8.12 20.296 0.014 -0.011 0.066
Si -21.671 10.876 20.377 -0.026 0.011 0.07
Si -19.011 -2.788 20.488 -0.002 -0.012 0.037
Si -16.207 0.071 20.385 0.013 -0.024 0.04
Si -13.507 2.454 20.299 0.042 0.012 0.056
Si -16.125 5.335 20.111 0.004 -0.023 0.03
Si -13.47 8.186 20.318 -0.012 0.03 0.057
Si -16.196 10.782 20.419 0.028 0.008 0.08
Si -13.514 -2.695 20.194 -0.014 -0.04 -0.004
Si -10.633 0.052 20.089 -0.018 -0.021 0.018
Si -7.938 2.687 20.304 0.002 -0.028 0.03
Si -10.736 5.325 20.497 0.017 -0.005 0.061
Si -8.07 8.132 20.39 0.006 -0.003 0.046
Si -10.763 -5.416 20.436 -0.034 -0.025 0.045
Si -7.993 -2.618 20.376 -0.008 0.013 0.069
Si -5.308 -0.008 20.271 -0.033 0.014 0.063
Si -2.753 2.808 19.991 -0.009 0.021 0.066
Si -5.398 5.328 20.156 0.017 -0.002 0.038
Si -2.728 -8.158 20.214 -0.005 0.007 0.033
Si -5.342 -5.222 20.596 -0.1 -0.005 0.079
Si -2.457 -2.817 20.13 0.027 -0.087 0.03
Si 1.302 -1.007 21.568 0.039 -0.216 -0.606
Si 3.563 1.102 21.61 0.143 0.033 -0.682
Si 1.339 4.266 21.612 -0.249 -0.252 -0.726
Si 3.622 6.442 21.563 0.228 0.128 -0.668
Si 1.252 -6.7 21.254 -0.097 -0.372 -0.65
Si 3.548 -4.499 21.707 0.401 0.434 -0.603
Si 6.924 -1.076 21.81 -0.136 -0.154 -0.687
Si 9.199 1.105 21.741 0.155 0.053 -0.686
Si 7.028 4.226 21.87 -0.304 -0.173 -0.638
Si 9.232 6.515 21.705 0.11 0.177 -0.701
Si 6.988 -6.706 21.794 -0.303 -0.121 -0.665
Si 9.167 -4.414 21.676 0.133 0.294 -0.759
Si 12.317 -1.403 21.792 -0.215 -0.024 -0.713
Si 15.192 1.832 21.782 -0.283 -0.32 -0.735
Si 12.457 4.45 21.743 -0.078 -0.13 -0.701
Si 14.481 -9.518 21.544 0.104 -0.067 -0.49
Si 12.202 -6.444 21.539 -0.149 -0.258 -0.606
Si 14.565 -4.262 21.616 0.289 0.09 -0.614
Si 17.732 -1.104 21.654 -0.134 -0.18 -0.73
Si 20.054 1.038 21.86 0.16 0.315 -0.657
Si 17.401 4.127 21.897 0.335 0.198 -0.644
Si 20.572 -9.085 21.645 -0.036 -0.23 -0.77
Si 18.035 -6.437 21.706 -0.456 -0.318 -0.625
Si 20.142 -4.061 21.502 0.272 0.181 -0.698
Si 23.249 -1.192 21.865 -0.216 -0.118 -0.728
Si 25.406 1.132 22.069 0.266 0.221 -0.72
Si 23.371 4.46 21.966 -0.256 -0.208 -0.727
Si 25.681 -9.696 21.793 0.117 0.293 -0.67
Si 22.777 -6.862 21.722 0.275 0.118 -0.678
Si 25.944 -3.779 21.772 -0.075 -0.284 -0.67
Si 28.168 -1.558 21.924 0.258 0.135 -0.774
Si 31.538 1.721 22.009 -0.191 -0.344 -0.724
Si 28.914 4.606 21.915 -0.139 -0.249 -0.748
Si 31.184 -9.567 21.673 0.142 0.001 -0.632
Si 28.874 -6.552 21.848 -0.229 -0.079 -0.699
Si 31.042 -4.269 21.883 0.194 0.137 -0.767
Si 34.245 -1.492 21.464 -0.274 0.087 -0.656
Si 36.219 0.863 21.705 0.333 0.096 -0.769
Si 33.912 3.772 21.686 0.049 0.217 -0.729
Si 37.149 -9.356 21.619 -0.269 -0.081 -0.672
Si 34.553 -6.311 21.764 -0.107 -0.137 -0.76
Si 36.749 -4.141 21.369 0.011 0.006 -0.486
Si 38.943 -1.972 21.815 0.147 0.199 -0.699
Si 42.1 1.271 21.598 -0.118 -0.158 -0.671
Si 39.468 3.876 21.952 -0.008 0.14 -0.695
Si 42.389 -9.191 21.508 -0.129 -0.417 -0.645
Si 39.321 -7.167 21.377 0.013 0.195 -0.731
Si 42.481 -3.85 21.709 -0.13 -0.159 -0.752
Si 44.649 -1.576 21.648 0.115 0.063 -0.68
Si -17.269 1.688 21.692 -0.254 -0.227 -0.717
Si -19.916 4.412 21.679 -0.288 -0.181 -0.776
Si -17.633 6.511 21.388 -0.044 0.179 -0.679
Si -20.513 9.251 21.628 0.266 0.269 -0.705
Si -17.221 -3.849 21.721 -0.547 -0.488 -0.298
Si -15.09 -1.624 21.593 0.478 0.47 -0.37
Si -12.11 0.98 21.576 -0.175 -0.01 -0.637
Si -14.985 3.808 21.478 0.187 0.085 -0.708
Si -11.942 7.024 21.627 -0.1 -0.32 -0.768
Si -14.517 9.762 21.728 -0.221 -0.142 -0.721
Si -12.44 -4.202 21.568 0.212 0.023 -0.679
Si -9.136 -0.965 21.538 -0.069 -0.131 -0.776
Si -6.823 1.124 21.702 0.271 0.158 -0.722
Si -9.008 4.188 21.744 -0.287 -0.079 -0.64
Si -6.888 6.437 21.519 -0.041 0.219 -0.69
Si -9.685 9.233 21.714 0.272 0.277 -0.761
Si -6.681 -3.634 22.043 0.339 -0.073 -0.737
Si -3.485 -1.119 21.242 -0.346 -0.152 -0.647
Si -1.527 1.433 21.341 0.34 0.267 -0.588
Si -3.823 4.216 21.491 -0.234 -0.14 -0.73
Si -1.687 6.522 21.527 0.177 0.19 -0.755
Si -3.693 -6.556 21.626 -0.257 -0.037 -0.661
Si -1.398 -4.459 21.496 0.018 0.232 -0.659
Si -1.918 -1.549 -4.362 0.011 0.004 -0.065
Si 3.738 1.948 24.523 -0.017 0.044 -0.014
Si -0.668 3.291 23.846 0.005 0.014 -0.199
Si 2.945 -5.387 24.367 -0.049 0.067 -0.066
Si -2.779 7.889 -5.64 0.128 0.118 -0.126
Si 9.719 7.029 24.676 -0.123 0.001 0.006
Si -0.32 -1.241 24.272 -0.079 0.028 -0.139
Si 6.644 -2.158 24.663 -0.049 -0.035 -0.104
Si 8.596 7.077 -2.787 -0.05 -0.054 0.067
Si 12.335 -0.789 -4.518 0.124 -0.084 0.115
Si 14.503 -6.113 -4.284 0.016 0.123 -0.06
Si 19.146 1.319 -6.994 0.048 0.04 -0.034
Si 3.651 -3.99 -3.049 0.057 -0.017 0.064
Si 14.838 7.663 -5.539 0.078 0.09 -0.02
Si 20.29 6.718 24.522 -0.11 -0.015 -0.042
Si 22.692 4.884 24.858 0 -0.114 -0.054
Si 5.13 6.47 -7.079 0.079 0.056 0.054
Si 15.31 -2.015 -7.326 0.094 0.061 -0.005
Si 16.251 -2.893 23.803 -0.057 -0.022 -0.039
Si 23.109 -1.002 -6.732 -0.049 -0.02 0.043
Si 17.973 4.809 24.976 -0.034 -0.008 -0.161
Si 21.665 -5.302 -7.01 -0.111 -0.032 -0.08
Si 17.082 -5.734 24.333 0.142 0.002 -0.115
Si 20.563 0.369 24.72 -0.006 -0.041 -0.144
Si 21.622 2.976 -6.055 0.016 0.019 0.035
Si 31.444 1.951 25.008 -0.117 -0.03 -0.047
Si 28.451 -4.275 25.956 -0.217 -0.062 0.211
Si 26.217 -6.183 25.944 -0.014 -0.047 0.128
Si 25.733 3.938 -7.329 0.055 -0.061 0.041
Si 27.405 -1.28 -2.811 -0.016 0.047 0.154
Si 25.953 -1.524 -7.209 -0.05 -0.146 -0.103
Si -27.497 2.152 23.806 0.032 0.024 -0.025
Si -31.957 7.957 23.57 -0.02 0.065 -0.115
Si -31.288 -5.181 -6.967 -0.143 0.047 0.011
Si 28.143 -1.453 24.895 -0.074 0.14 -0.086
Si -27.814 1.01 -6.687 -0.037 0.002 -0.061
Si 30.811 4.729 25.975 0.099 -0.014 -0.04
Si -25.363 4.657 -6.901 0.08 0.043 -0.098
Si -32.143 6.736 -4.787 0.065 -0.013 0.177
Si -28.35 4.805 -7.006 0.002 0.004 -0.114
Si -32.341 -0.41 25.508 -0.001 0.086 0.018
Si -23.687 0.409 -7.278 -0.016 0.147 -0.226
Si -19.206 6.633 25.983 -0.036 0.005 0.078
Si -21.465 2.863 23.585 -0.049 -0.034 0.049
Si -27.69 6.352 -2.751 -0.007 -0.034 0.178
Si -24.884 7.517 -7.081 -0.045 0.038 0.027
Si -24.26 -7.819 23.635 0.085 -0.044 -0.193
Si -20.192 0.007 24.297 -0.05 -0.005 -0.227
Si -24.086 3.903 24.609 0.038 -0.055 -0.124
Si -14.434 4.149 24.44 -0.033 -0.044 -0.045
Si -17.372 4.189 25.668 0.061 -0.009 -0.055
Si -16.313 -8.121 23.638 0.02 0.045 -0.04
Si -19.14 -7.176 24.341 -0.001 -0.128 -0.086
Si -12.011 -1.937 -7.307 -0.147 0.008 -0.017
Si -18.487 -6.013 -6.61 0.074 0.04 -0.114
Si -7.752 -6.487 -6.717 -0.121 0.035 -0.038
Si -10.853 3.049 23.683 0.148 -0.074 -0.002
Si -12.208 5.854 24.366 -0.022 0.027 0.042
Si -14.797 -6.965 -5.682 0.011 0.117 -0.133
Si -11.583 -1.647 23.158 -0.131 0.171 -0.34
Si -12.603 1.959 25.724 0.05 0.047 -0.181
Si -4.691 2.077 23.693 -0.111 0.064 -0.16
Si -2.225 5.161 25.856 0.105 -0.026 -0.138
Si -5.467 -8.066 23.503 0.083 0.005 -0.045
Si -8.077 -8.044 -2.237 0.013 -0.017 0.086
Si -7.781 -6.011 23.65 -0.069 0.019 0.045
Si -0.008 8.056 23.595 0 0.096 -0.097
Si -3.595 1.933 -6.707 0.173 -0.109 -0.187
Si -0.423 5.893 -5.232 -0.089 -0.084 -0.025
Si 10.717 3.599 -7.348 0.088 0.103 -0.101
Si -6.365 4.725 -5.53 0.059 0.016 -0.038
Si -9.795 -2.796 -5.398 0.103 -0.042 -0.132
Si 11.111 2.492 23.851 0.093 0.046 -0.213
Si 6.324 3.049 24.813 0.039 -0.045 -0.051
Si 5.671 0.441 25.865 0.187 0.077 -0.028
Si 2.899 7.754 24.079 -0.048 0.065 -0.086
Si -1.232 -4.325 -3.132 0.028 -0.042 0.062
Si 0.885 1.367 25.525 0.014 -0.001 -0.076
Si 7.632 -6.538 -2.81 0.074 0.102 0.068
Si 15.578 6.536 26.047 -0.006 -0.03 0.065
Si 9.105 -3.042 25.82 0.009 0.018 -0.092
Si 3.986 -7.213 -6.381 0.001 -0.054 -0.048
Si 5.543 -5.528 -4.66 0.133 0.117 -0.097
Si 6.276 1.262 -4.956 -0.051 0.082 0.01
Si 11.18 6.863 -3.879 0.164 -0.033 -0.118
Si 11.321 0.223 -1.791 -0.095 0.001 0.048
Si 12.103 -6.243 24.365 -0.052 0.082 -0.007
Si 18.995 6.975 -2.979 0.089 0 0.214
Si 13.565 0.557 23.828 -0.04 -0.061 -0.005
Si 13.516 -3.335 -5.14 -0.03 0.032 0.107
Si 5.799 4.225 -4.992 0.099 -0.079 0.071
Si 21.308 -0.093 -2.178 0.029 -0.018 0.171
Si 22.529 -3.264 -4.952 -0.04 -0.084 -0.077
Si 20.232 -3.82 -2.975 -0.007 -0.096 0.089
Si 16.245 -5.597 -1.863 -0.046 0.138 0.062
Si 18.966 -6.38 -6.403 0.048 0.113 -0.07
Si 14.865 -7.597 23.974 -0.025 -0.031 -0.123
Si 31.091 -7.628 -4.022 0.196 0.001 -0.031
Si 24.675 -5.698 23.677 -0.068 -0.009 0.019
Si -31.244 -3.81 -4.138 0.057 0.034 0.093
Si 21.369 -2.514 23.97 0.019 0.009 -0.04
Si 27.972 4.18 24.939 -0.036 0.101 -0.157
Si 24.417 -8 -1.829 -0.11 -0.032 -0.03
Si -25.94 3.924 -2.853 0.138 -0.102 0.113
Si 26.844 -7.76 23.728 0.018 -0.037 0.046
Si 31.672 7.596 25.809 -0.027 -0.016 -0.081
Si 31.352 -4.767 -3.008 -0.134 0.203 0.064
Si -29.081 -1.721 -6.614 -0.021 0.095 -0.008
Si 30.278 -2.135 -3.804 0.135 -0.058 -0.019
Si -29.699 2.794 -5.132 -0.054 -0.082 0.067
Si -29.159 -6.332 -5.502 -0.024 0.059 -0.007
Si -27.4 -3.935 -6.129 0.068 0.078 0.074
Si -32.341 -2.813 23.784 -0.1 -0.059 -0.047
Si -29.107 7.141 -5.31 0.048 -0.058 0.075
Si -26.343 1.103 -4.075 -0.045 -0.02 0.038
Si -26.814 -6.993 -2.495 -0.093 0.007 0.154
Si -29.913 5.63 23.608 0.109 0.055 -0.069
Si -29.959 2.566 -1.97 0.022 0.053 0.07
Si -25.251 -5.943 -6.927 -0.043 -0.085 0.009
Si -17.572 6.896 -2.549 -0.029 -0.045 0.029
Si -22.46 8.126 -5.361 -0.093 -0.014 0.015
Si -17.231 -0.409 -3.985 0.049 0.06 -0.032
Si -21.187 5.399 -5.294 0.082 -0.032 -0.199
Si -17.271 -6.766 -3.971 0.032 0.016 -0.07
Si -23.311 -5.282 24.471 0.039 -0.051 -0.086
Si -17.649 1.252 24.807 0.085 0.096 -0.161
Si -16.895 -3.495 -6.556 -0.007 0.074 -0.083
Si -9.094 3.595 -5.5 0.038 0.056 -0.016
Si -15.207 5.233 -2.674 0.074 -0.079 0.216
Si -15.531 0.052 -6.312 -0.018 -0.092 0
Si -15.806 -2.899 24.219 -0.101 0.035 -0.221
Si -8.356 0.847 -5.238 0 0.002 -0.075
Si -15.365 4.377 -5.403 -0.109 0.046 -0.091
Si -5.639 2.203 -4.405 0.104 -0.009 0.226
Si -13.489 2.176 -5.336 0.069 -0.093 0.104
Si -16.055 6.91 -6.884 0 0.024 -0.026
Si -10.199 3.962 -2.872 -0.035 -0.046 0.169
Si -3.696 -5.873 -4.435 0.056 -0.022 0.038
Si -12.025 8.119 -4.935 0.165 0.097 -0.031
Si -1.922 1.197 -4.415 -0.012 0.022 0.018
Si -7.295 -1.424 -6.695 0.032 -0.13 -0.047
Si -0.044 -4.184 24.322 0.074 -0.068 -0.123
Si -1.228 -6.472 25.876 0.044 -0.03 -0.117
Si -3.441 -0.733 23.992 0.049 -0.087 0.077
Si -0.266 5.114 -2.21 0.071 0.177 -0.003
Si -2.465 2.917 -2.085 -0.019 -0.028 0.013
Si 1.2 -7.958 -5.482 0.005 0.041 0.08
Si 1.311 -6.046 -3.051 -0.077 0.056 0.044
Si -9.988 -0.898 -3.218 -0.009 -0.034 0.227
Si 5.307 0.031 -2.241 -0.019 -0.085 0.084
Si 8.167 3.091 -6.007 -0.051 -0.052 -0.041
Si 11.191 -3.514 23.892 0.025 -0.042 -0.171
Si 5.88 5.577 -2.292 -0.011 0.06 0.146
Si 6.985 -7.712 24.781 0.078 0.074 -0.074
Si 2.508 -1.354 -2.955 -0.004 0.085 0.074
Si 12.011 7.632 -6.831 -0.072 0.107 0.137
Si 13.715 4.036 -6.393 -0.089 -0.065 -0.039
Si 10.674 -2.936 -5.135 0.05 -0.032 0.07
Si 9.79 -4.489 -2.787 -0.011 0.055 0.096
Si 11.874 -6.697 -2.9 0.111 0.037 0.158
Si 14.241 1.508 -4.885 -0.028 0.018 0.165
Si 16.885 -0.112 -5.26 -0.051 -0.112 -0.09
Si 16.396 5.618 -1.95 0.012 0.01 0.023
Si 13.498 2.376 -1.919 -0.017 0.001 -0.048
Si 13.925 5.708 -3.716 -0.022 0.093 0.133
Si 21.183 5.839 -4.823 0.036 0.074 0.01
Si 6.804 -4.779 26.027 -0.011 0.012 -0.035
Si 18.687 -6.179 -3.529 -0.048 -0.117 0.065
Si 18.528 -1.536 -2.902 -0.08 0.098 0.035
Si 26.008 1.338 -3.015 -0.047 0.036 0.047
Si 26.06 2.071 25.109 -0.108 -0.003 -0.228
Si 23.489 5.501 -2.72 0.112 0.001 0.162
Si 21.139 8.082 -6.828 0.092 0.016 0.009
Si 23.209 0.975 -4.396 -0.045 0.031 -0.004
Si 25.922 4.165 -4.141 -0.085 0.057 0.011
Si 27.386 5.482 -1.953 -0.042 -0.078 0.025
Si 25.612 -2.925 -4.537 0.028 -0.002 0.025
Si 29.686 7.453 -1.909 0.017 -0.066 0.101
Si 26.601 -5.902 -2.155 -0.116 0.055 0.043
Si 31.268 -6.861 -7.007 0.112 -0.055 -0.033
Si 30.663 -0.92 -6.688 0.034 -0.001 -0.07
Si -27.653 -1.761 -4.192 0.153 0.026 -0.119
Si -32.534 3.756 -4.751 0.027 0.053 0.072
Si -29.804 -5.836 -2.808 0.031 -0.069 0.149
Si 27.17 -5.497 -5.044 0.094 -0.066 -0.065
Si 32.623 1.503 -2.642 -0.109 0.057 0.004
Si -32.341 -1.268 -2.91 0.071 -0.067 0.13
Si -23.489 0.759 -4.31 0.152 -0.029 0.086
Si -25.145 -0.01 23.741 0.019 -0.083 -0.164
Si -19.497 4.553 -2.916 -0.017 0.14 0.322
Si -21.321 -5.544 -6.451 -0.002 -0.045 -0.031
Si -26.563 -3.133 -1.822 0.026 0.032 0.16
Si -21.457 0.237 -2.153 0.009 -0.069 0.218
Si -18.69 1.757 -2.446 -0.121 -0.118 0.124
Si -23.686 3.7 -4.744 0.094 0.149 0.073
Si -24.355 -6.427 -4.137 -0.051 -0.113 0.072
Si -22.018 -3.074 -4.91 0.044 0.054 0.093
Si -23.781 -4.013 -2.646 -0.006 0.042 0.133
Si -15.039 -2.152 -4.56 -0.03 0.03 0.017
Si -21.327 -1.001 -6.837 -0.012 -0.017 -0.027
Si -13.346 -4.681 -7.255 0.064 -0.007 -0.085
Si -16.407 -5.173 -1.803 0.138 -0.096 0.074
Si -19.29 -1.996 -5.136 0.014 -0.11 -0.082
Si -14.078 -3.016 -2.034 0.078 -0.021 0.186
Si -10.484 5.968 -6.545 0.074 -0.04 0.038
Si -7.97 7.244 -5.122 -0.077 -0.033 0.106
Si -4.315 6.064 -7.294 0.107 -0.139 -0.105
Si -10.678 -5.721 -6.211 -0.116 0.008 -0.044
Si -6.02 -2.017 24.757 0.012 0.02 -0.257
Si -5.333 0.044 -2.356 -0.106 0.024 0.074
Si 0.508 -0.028 -5.031 -0.109 -0.166 -0.017
Si -12.199 6.205 -2.698 -0.021 0.033 0.141
Si -5.571 -4.55 -6.1 0.064 0.06 -0.051
Si -5.781 -5.881 -2.149 -0.043 -0.017 0.206
Si -11.947 1.296 -2.898 0.002 0.073 0.063
Si -5.007 -1.89 -4.801 0.187 0.105 0.083
Si 1.408 -1.363 5.289 0.004 0.004 0.008
Si 4.098 1.39 5.321 -0.01 0.003 0.011
Si 1.37 4.096 5.279 -0.002 0.008 0.006
Si 4.108 6.84 5.321 -0.004 0.016 0.003
Si 1.396 9.528 5.273 -0.001 0.003 0.009
Si 4.078 -4.056 5.295 -0.009 0.018 0.002
Si 6.797 -1.328 5.395 0.005 0.013 0.011
Si 9.546 1.393 5.433 -0.004 -0.007 0.003
Si 6.838 4.104 5.356 0.006 0.001 0.009
Si 9.541 6.825 5.388 -0.002 0.01 -0.003
Si 6.837 -6.785 5.338 -0.001 -0.001 0.002
Si 9.54 -4.055 5.405 0 0.006 0.008
Si 12.253 -1.328 5.43 0.006 0.004 0.011
Si 14.975 1.387 5.47 -0.003 0 0.003
Si 12.274 4.104 5.449 0.008 0.009 0.001
Si 14.963 6.829 5.507 -0.01 0.017 0.003
Si 12.221 -6.799 5.523 0.001 0.002 0.019
Si 14.97 -4.003 5.54 -0.001 -0.001 0
Si 17.706 -1.335 5.525 0.004 0.001 0.001
Si 20.437 1.394 5.474 -0.004 0.005 0.006
Si 17.699 4.046 5.53 -0.002 -0.014 0.001
Si 20.398 6.841 5.546 -0.002 -0.005 0.003
Si 17.698 -6.762 5.5 0.003 -0.01 0.015
Si 20.403 -4.063 5.447 -0.013 -0.013 0.006
Si 23.103 -1.347 5.426 0.006 0.012 0.002
Si 25.818 1.322 5.443 0.012 0.005 0.002
Si 23.114 4.091 5.45 -0.001 -0.009 0.003
Si 25.815 6.825 5.426 -0.005 0.008 -0.01
Si 23.12 -6.784 5.469 -0.013 -0.004 -0.01
Si 25.815 -4.073 5.434 -0.017 0.003 -0.011
Si 28.531 -1.378 5.408 0.011 0 -0.003
Si 31.252 1.32 5.434 -0.001 0.002 0.018
Si 28.581 4.036 5.474 0.02 0 0.002
Si 31.29 6.788 5.45 0 0.004 -0.001
Si 28.556 -6.821 5.402 0.008 -0.011 -0.004
Si 31.235 -4.109 5.373 0.006 0.019 -0.006
Si 33.921 -1.401 5.461 0.009 0.007 0.003
Si 36.676 1.365 5.536 0.012 0.01 0.008
Si 33.98 4.065 5.438 0.006 -0.005 0.002
Si -28.621 6.786 5.511 -0.013 0.014 0.002
Si 33.998 -6.807 5.44 -0.002 -0.009 -0.001
Si -28.592 12.205 5.45 0.01 0.006 -0.017
Si -25.869 -1.402 5.512 0.004 -0.012 -0.003
Si -23.117 1.309 5.533 -0.002 -0.006 0.004
Si -25.849 4.035 5.566 0.009 -0.004 0.011
Si -23.184 6.783 5.621 0 0.008 0.026
Si -25.902 9.493 5.577 0.007 0.006 0
Si -23.181 12.278 5.644 -0.016 -0.019 0.024
Si -20.429 -1.273 5.55 -0.013 0.018 -0.009
Si -17.71 1.409 5.501 -0.005 0.003 0.007
Si -20.414 4.038 5.56 0.006 -0.01 0.003
Si -17.69 6.795 5.562 0.002 0.004 0.012
Si -20.412 9.544 5.619 0.003 -0.002 0.023
Si -17.659 12.273 5.564 -0.01 -0.009 0.023
Si -14.942 -1.363 5.415 -0.004 -0.025 -0.008
Si -12.233 1.342 5.382 -0.003 0 0.005
Si -14.976 4.105 5.425 -0.013 -0.012 0.002
Si -12.253 6.802 5.361 -0.013 -0.005 0
Si -14.943 9.539 5.484 0.003 -0.013 0.001
Si -12.235 -4.062 5.369 0.002 -0.008 -0.002
Si -9.514 -1.387 5.316 -0.002 -0.015 0
Si -6.803 1.33 5.305 0.001 0.013 0.003
Si -9.511 4.057 5.311 0.008 -0.016 0.008
Si -6.79 6.772 5.258 0.007 -0.005 -0.003
Si -9.515 -6.815 5.294 0.002 -0.003 -0.006
Si -6.808 12.211 5.283 0.004 0 0.007
Si -4.064 -1.372 5.274 0.007 -0.003 0.002
Si -1.34 1.366 5.259 -0.007 0.007 0.001
Si -4.034 4.048 5.305 -0.007 -0.01 0.009
Si -1.323 6.799 5.255 0 -0.001 0.001
Si -4.067 -6.821 5.233 0.015 -0.003 -0.004
Si -1.338 -4.107 5.275 -0.001 0.001 0.013
Si 2.749 0.004 6.667 0.004 -0.009 -0.006
Si 5.463 2.737 6.694 0.005 -0.008 -0.003
Si 2.737 5.454 6.651 -0.004 0 -0.002
Si 5.466 -8.137 6.698 -0.006 -0.003 0
Si 2.735 -5.429 6.657 -0.002 -0.006 -0.004
Si 5.433 -2.718 6.702 0.002 -0.008 -0.002
Si 8.169 0.021 6.757 0.005 -0.001 0.004
Si 10.897 2.753 6.797 -0.004 0.001 -0.006
Si 8.18 5.458 6.739 0.004 0 -0.003
Si 10.855 -8.164 6.829 0.012 -0.001 0.002
Si 8.167 -5.425 6.738 0.003 -0.013 -0.005
Si 10.893 -2.699 6.78 0.001 -0.006 -0.006
Si 13.61 0.02 6.814 0.007 0.002 -0.014
Si 16.323 2.715 6.875 0.009 0 0.002
Si 13.607 5.458 6.844 -0.001 -0.007 -0.004
Si 16.328 -8.123 6.853 -0.001 -0.003 0.002
Si 13.603 -5.412 6.844 0.002 -0.009 -0.007
Si 16.338 -2.67 6.895 -0.004 0 -0.002
Si 19.068 0.043 6.852 -0.015 0 0.004
Si 21.776 2.748 6.848 0.001 -0.009 -0.005
Si 19.033 5.459 6.871 -0.004 0.006 -0.004
Si 21.784 -8.131 6.87 0.003 0.004 0.01
Si 19.06 -5.404 6.853 0.003 0 -0.009
Si 21.756 -2.698 6.817 -0.004 0.001 -0.006
Si 24.462 -0.012 6.822 -0.002 -0.009 0.002
Si 27.179 2.697 6.811 0.007 -0.005 0.003
Si 24.478 5.455 6.811 0.002 0.003 -0.002
Si 27.187 -8.153 6.797 -0.003 0.005 -0.006
Si 24.464 -5.411 6.827 0.002 0.005 0.004
Si 27.187 -2.729 6.8 0.002 -0.001 -0.001
Si 29.878 -0.021 6.799 -0.004 0 0.006
Si 32.602 2.703 6.797 -0.012 0.003 -0.013
Si 29.916 5.434 6.82 -0.005 -0.001 0.001
Si 32.638 -8.172 6.815 0.008 -0.01 0.003
Si 29.891 -5.449 6.781 0 -0.01 -0.005
Si 32.559 -2.755 6.805 -0.004 0.006 -0.003
Si 35.3 -0.041 6.831 -0.002 -0.007 -0.012
Si -27.242 2.7 6.904 -0.002 0.003 0
Si -29.971 5.409 6.852 0.006 0.01 -0.001
Si -27.275 8.136 6.901 0.004 0.002 -0.006
Si -29.952 10.866 6.832 0.002 0 -0.003
Si -27.247 -2.761 6.848 -0.004 -0.008 -0.006
Si -24.502 -0.043 6.874 -0.001 0 -0.008
Si -21.77 2.674 6.902 0.009 0.006 -0.006
Si -24.529 5.407 6.944 0.001 0.01 -0.009
Si -21.781 8.149 6.928 -0.003 -0.001 -0.007
Si -24.537 10.86 6.93 0.006 0.001 -0.003
Si -21.771 -2.669 6.913 -0.002 0.002 -0.014
Si -19.046 0.054 6.888 -0.005 0.013 -0.006
Si -16.308 2.746 6.82 0.004 -0.002 -0.002
Si -19.05 5.419 6.893 -0.005 0.003 -0.006
Si -16.295 8.169 6.851 0.002 0.006 0.002
Si -19.018 10.902 6.916 0.014 -0.006 0
Si -16.27 -2.687 6.851 -0.001 0.005 -0.009
Si -13.584 -0.002 6.765 -0.001 0.01 -0.004
Si -10.856 2.709 6.708 -0.003 -0.003 0.002
Si -13.593 5.455 6.759 -0.003 0.01 -0.005
Si -10.868 -8.157 6.69 -0.008 0.007 -0.004
Si -13.555 -5.42 6.782 -0.009 0.002 -0.001
Si -10.864 -2.717 6.715 0.001 0.012 0.006
Si -8.152 -0.024 6.675 0 0.002 0.001
Si -5.423 2.696 6.647 0.013 0.001 0.003
Si -8.142 5.427 6.651 -0.001 -0.001 0.002
Si -5.423 8.141 6.611 -0.002 0.005 -0.009
Si -8.154 10.859 6.661 0.002 0.011 0
Si -5.432 -2.737 6.629 -0.002 0.001 -0.002
Si -2.7 -0.001 6.625 0 0.006 -0.003
Si 0.017 2.723 6.637 0.002 -0.004 -0.008
Si -2.684 5.443 6.634 0.001 -0.005 -0.007
Si 0.027 8.162 6.625 -0.001 0 -0.005
Si -2.708 -5.47 6.619 0.005 0.006 -0.001
Si 0.019 -2.723 6.627 -0.004 -0.004 -0.009
Si 1.376 1.364 8.007 -0.01 -0.008 0.001
Si 4.09 4.097 8.032 -0.003 -0.005 -0.005
Si 1.378 6.814 8.006 0.001 0.012 -0.007
Si 4.096 -6.776 8.038 0.012 0.016 0.002
Si 1.368 -4.075 8.009 -0.004 0.002 -0.008
Si 4.092 -1.346 8.054 0 0.011 0
Si 6.808 1.39 8.09 0.009 0.008 0.002
Si 9.528 4.113 8.133 0.012 0.007 0.001
Si 6.806 6.818 8.079 -0.002 0 -0.003
Si 9.5 -6.775 8.144 -0.002 -0.011 -0.003
Si 6.794 -4.066 8.078 -0.007 0.003 0.001
Si 9.521 -1.342 8.123 -0.005 -0.005 -0.001
Si 12.246 1.387 8.163 0.008 -0.002 -0.007
Si 14.968 4.105 8.208 0.008 0.012 -0.001
Si 12.231 6.814 8.188 -0.009 -0.003 -0.001
Si 14.962 -6.767 8.208 0 -0.003 0.003
Si 12.235 -4.045 8.177 0.007 0.005 -0.008
Si 14.96 -1.31 8.217 0.008 0.007 0.007
Si 17.694 1.375 8.228 -0.01 -0.004 0.003
Si 20.41 4.104 8.216 -0.004 -0.003 -0.005
Si 17.678 6.831 8.22 -0.002 0.006 0.003
Si 20.418 -6.762 8.22 0.003 0.006 -0.002
Si 17.694 -4.054 8.226 -0.008 -0.004 0
Si 20.413 -1.336 8.205 -0.001 0 -0.009
Si 23.128 1.372 8.199 0.004 0.012 -0.001
Si 25.837 4.087 8.176 -0.001 -0.006 -0.003
Si 23.136 6.811 8.209 -0.002 0.004 -0.003
Si 25.835 -6.783 8.175 0.01 0.011 -0.009
Si 23.11 -4.052 8.198 0.008 -0.003 -0.005
Si 25.828 -1.366 8.18 -0.003 -0.002 -0.002
Si 28.533 1.346 8.181 -0.002 -0.002 -0.004
Si 31.257 4.065 8.185 0.006 0.011 0.006
Si 28.535 6.797 8.171 -0.007 -0.012 -0.003
Si 31.251 -6.808 8.16 0.004 -0.001 -0.011
Si 28.54 -4.09 8.168 0.009 0.011 0
Si 31.223 -1.381 8.178 -0.015 -0.016 0.001
Si 33.945 1.338 8.181 0.012 0.008 -0.013
Si -28.608 4.069 8.233 0.021 0.014 -0.003
Si 33.956 6.779 8.206 0 -0.001 -0.001
Si -28.627 9.508 8.235 -0.007 -0.012 0
Si 33.946 -4.093 8.176 0.007 0.006 -0.008
Si -28.613 -1.391 8.196 0.006 -0.005 -0.001
Si -25.873 1.32 8.227 -0.007 0.002 -0.008
Si -23.133 4.044 8.25 -0.009 0 -0.005
Si -25.898 6.783 8.258 -0.001 -0.008 -0.001
Si -23.144 9.514 8.264 0.003 0.006 0.002
Si -25.907 -4.102 8.252 -0.009 -0.021 0.001
Si -23.149 -1.36 8.27 0.005 0.003 -0.003
Si -20.401 1.361 8.272 -0.003 -0.003 0.004
Si -17.657 4.076 8.216 -0.002 0.002 -0.005
Si -20.408 6.775 8.249 -0.009 0 0.007
Si -17.653 9.511 8.223 -0.014 -0.011 0.006
Si -20.395 -4.053 8.237 0.016 0.008 0.004
Si -17.655 -1.335 8.191 0.008 0 -0.005
Si -14.942 1.354 8.138 -0.019 -0.002 -0.001
Si -12.221 4.067 8.08 -0.015 -0.015 -0.01
Si -14.92 6.8 8.165 0.007 0.009 0
Si -12.194 -6.804 8.098 0.001 0.01 0
Si -14.914 -4.081 8.166 -0.003 -0.002 -0.006
Si -12.211 -1.367 8.102 0 -0.011 -0.005
Si -9.494 1.343 8.054 0.003 0.008 -0.007
Si -6.776 4.069 8.007 0.014 -0.002 -0.002
Si -9.501 6.785 8.025 0.001 -0.002 -0.008
Si -6.776 9.498 7.994 0.001 -0.008 -0.007
Si -9.498 -4.097 8.043 -0.014 -0.012 -0.001
Si -6.78 -1.384 8.017 -0.006 -0.005 0.003
Si -4.062 1.342 8.001 -0.011 -0.007 0.001
Si -1.335 4.083 8.002 0.003 0.003 -0.001
Si -4.061 6.795 7.985 0.012 -0.003 0.001
Si -1.345 -6.813 7.99 -0.008 -0.011 -0.001
Si -4.061 -4.096 7.98 0.006 0.001 -0.003
Si -1.338 -1.361 7.985 0.007 0.001 -0.001
Si 0.021 -0.007 9.355 -0.006 0.003 -0.002
Si 2.736 2.722 9.38 0.006 0.001 -0.002
Si 0.021 5.447 9.363 0.005 -0.002 -0.001
Si 2.731 -8.151 9.379 -0.008 -0.012 -0.004
Si 0.007 -5.443 9.355 -0.002 0.003 -0.007
Si 2.725 -2.722 9.386 -0.006 -0.005 -0.004
Si 5.449 0.01 9.425 0.007 -0.012 0.001
Si 8.163 2.738 9.468 -0.001 0.003 0
Si 5.444 5.445 9.417 0.001 -0.001 0.003
Si 8.142 -8.15 9.477 0 0.01 0.007
Si 5.44 -5.432 9.43 -0.001 -0.007 0.004
Si 8.152 -2.711 9.456 0.008 -0.003 -0.003
Si 10.875 0.018 9.499 0.001 -0.003 -0.007
Si 13.596 2.741 9.545 0.001 -0.003 -0.001
Si 10.87 5.455 9.529 0.006 0.001 0.001
Si 13.589 -8.136 9.547 0.003 0.002 -0.001
Si 10.864 -5.419 9.511 -0.002 -0.002 -0.004
Si 13.589 -2.686 9.547 0.001 -0.006 -0.003
Si 16.321 0.034 9.586 -0.002 -0.003 0.004
Si 19.046 2.753 9.579 -0.012 0.004 -0.003
Si 16.316 5.47 9.575 -0.004 0.003 0.006
Si 19.045 -8.123 9.572 0.004 -0.004 -0.001
Si 16.32 -5.408 9.575 0.004 -0.006 0.001
Si 19.05 -2.685 9.581 -0.005 0.001 -0.001
Si 21.765 0.027 9.574 0 -0.005 -0.002
Si 24.479 2.741 9.559 -0.004 -0.006 0.002
Si 21.767 5.467 9.577 0 -0.002 -0.003
Si 24.489 -8.138 9.566 0.006 -0.009 0.002
Si 21.767 -5.404 9.587 -0.01 0.007 0.002
Si 24.47 -2.701 9.567 -0.006 -0.008 0.002
Si 27.172 0.003 9.555 0.004 -0.002 0
Si 29.882 2.718 9.549 -0.006 0.001 -0.003
Si 27.185 5.447 9.557 0 0.005 0.006
Si 29.889 -8.16 9.54 -0.003 0.005 0.001
Si 27.183 -5.432 9.554 -0.007 -0.005 0.005
Si 29.875 -2.728 9.555 0.001 0.007 0.009
Si 32.58 -0.014 9.547 -0.006 -0.001 -0.007
Si -29.978 2.689 9.56 0.003 0.001 -0.005
Si 32.595 5.424 9.567 0.007 0.001 0.002
Si -29.978 8.137 9.58 0.007 -0.001 0.007
Si 32.594 -5.453 9.547 0.002 -0.002 0.004
Si -29.98 -2.741 9.558 0.004 0.004 0.003
Si -27.249 -0.039 9.567 0.009 -0.01 0
Si -24.508 2.683 9.582 0.012 -0.004 -0.008
Si -27.251 5.417 9.6 -0.012 0.014 0.007
Si -24.508 8.136 9.597 -0.001 -0.003 -0.007
Si -27.258 -5.468 9.601 0 0.011 0.001
Si -24.516 -2.748 9.589 -0.005 -0.007 -0.007
Si -21.766 -0.01 9.603 0.001 0.006 0.007
Si -19.014 2.721 9.585 -0.006 0.002 0.004
Si -21.763 5.408 9.596 0.007 0.001 0
Si -19.02 8.144 9.569 0.012 -0.001 0.006
Si -21.756 -5.437 9.581 -0.007 -0.009 0
Si -19.003 -2.706 9.557 -0.005 0.004 0.001
Si -16.287 0.012 9.535 -0.003 0.01 0.004
Si -13.568 2.716 9.469 0.001 -0.004 -0.001
Si -16.279 5.443 9.534 -0.003 0.002 -0.002
Si -13.544 -8.155 9.483 -0.006 0 0.002
Si -16.267 -5.443 9.535 0.004 0.001 0.002
Si -13.55 -2.718 9.499 -0.001 -0.001 0.01
Si -10.844 -0.006 9.439 -0.007 0.01 0.006
Si -8.128 2.715 9.388 0.001 -0.003 0
Si -10.848 5.435 9.415 -0.006 0.006 -0.001
Si -8.136 8.151 9.371 -0.001 0.002 0.001
Si -10.839 -5.438 9.438 0.007 -0.005 0.001
Si -8.134 -2.735 9.391 0.002 0 0.001
Si -5.418 -0.014 9.367 0.014 0.009 0.003
Si -2.702 2.716 9.349 -0.004 -0.001 -0.001
Si -5.416 5.436 9.354 -0.006 0.006 0.001
Si -2.705 -8.167 9.352 0.002 0.004 0.003
Si -5.418 -5.454 9.349 0 0.005 -0.001
Si -2.701 -2.729 9.338 0.004 0.007 -0.003
Si 1.374 -1.358 10.735 -0.002 0.003 0
Si 4.088 1.372 10.768 -0.001 -0.002 0.002
Si 1.382 4.092 10.727 -0.005 0.001 -0.002
Si 4.08 -9.509 10.756 -0.006 0.013 0.001
Si 1.367 -6.791 10.728 -0.007 0.009 -0.003
Si 4.074 -4.071 10.771 0 0.007 0.004
Si 6.799 -1.344 10.804 0.007 0 0.003
Si 9.511 1.377 10.845 0.008 -0.001 0.001
Si 6.794 4.096 10.808 0.009 -0.001 0.003
Si 9.495 -9.501 10.86 0.005 -0.002 0.001
Si 6.783 -6.783 10.818 -0.005 -0.006 0.005
Si 9.494 -4.057 10.849 -0.003 -0.002 0.001
Si 12.218 -1.327 10.892 0.006 0.005 0
Si 14.951 1.399 10.926 0.01 0.003 0.005
Si 12.228 4.1 10.895 -0.007 0.006 0.003
Si 14.945 -9.489 10.921 -0.004 -0.002 0.003
Si 12.216 -6.773 10.889 0.006 0.002 0
Si 14.944 -4.041 10.917 -0.003 0.006 0.006
Si 17.681 -1.326 10.941 -0.01 -0.002 0.002
Si 20.405 1.394 10.94 -0.008 -0.003 -0.006
Si 17.681 4.115 10.936 0.01 0.005 0.002
Si 20.404 -9.486 10.934 -0.003 0.009 -0.008
Si 17.682 -6.764 10.936 -0.001 0 -0.001
Si 20.406 -4.042 10.952 0.004 -0.002 -0.001
Si 23.122 -1.329 10.942 0.008 0.001 -0.003
Si 25.828 1.378 10.93 0.002 0.007 -0.004
Si 23.126 4.105 10.935 -0.002 -0.001 -0.006
Si 25.838 -9.503 10.936 -0.004 0.003 0
Si 23.128 -6.775 10.941 0.001 0.003 -0.001
Si 25.825 -4.069 10.928 0.004 0.01 -0.002
Si 28.524 -1.356 10.921 -0.006 -0.013 -0.004
Si 31.229 1.356 10.919 -0.002 0.004 -0.005
Si 28.537 4.086 10.932 0.003 -0.006 0.005
Si 31.231 -9.527 10.922 0.002 -0.008 0
Si 28.538 -6.796 10.92 0.001 0.006 -0.005
Si 31.24 -4.087 10.916 -0.001 0.004 -0.008
Si 33.941 -1.37 10.916 0.008 0.005 -0.004
Si -28.613 1.328 10.918 0.006 0.004 -0.002
Si -31.331 4.055 10.924 0.006 0.007 -0.002
Si -28.611 6.783 10.939 0.002 0.009 -0.001
Si -31.342 9.502 10.927 0.007 -0.015 -0.008
Si -28.624 -4.099 10.935 0 -0.016 0.001
Si -25.882 -1.39 10.931 0.006 -0.002 -0.001
Si -23.134 1.346 10.94 -0.01 0.005 0.005
Si -25.872 4.047 10.929 -0.004 0.009 -0.004
Si -23.131 6.77 10.936 -0.007 0.001 0.005
Si -25.871 9.493 10.943 -0.001 -0.006 0.001
Si -23.13 -4.096 10.934 -0.001 0.013 0.002
Si -20.375 -1.371 10.919 -0.002 -0.009 0.005
Si -17.647 1.35 10.914 -0.005 0.004 0.004
Si -20.379 4.064 10.942 0.005 0.002 0.011
Si -17.637 6.788 10.905 -0.006 -0.002 0.005
Si -20.382 9.51 10.914 -0.001 -0.002 0.003
Si -17.635 -4.087 10.885 0.009 -0.009 -0.008
Si -14.916 -1.365 10.863 -0.017 0 -0.002
Si -12.202 1.348 10.808 -0.01 0.004 0
Si -14.917 4.063 10.859 -0.006 0.004 0.001
Si -12.186 -9.534 10.812 -0.004 0.009 0.001
Si -14.895 -6.811 10.866 0.007 -0.011 -0.003
Si -12.185 -4.093 10.831 0.004 -0.012 0.003
Si -9.483 -1.383 10.777 0.003 -0.001 0.002
Si -6.771 1.348 10.737 -0.005 0.004 0.001
Si -9.482 4.072 10.762 0 -0.011 -0.001
Si -6.777 6.792 10.721 0.003 -0.005 -0.002
Si -9.477 9.507 10.762 -0.013 0.013 0
Si -6.771 -4.105 10.729 0.002 -0.005 0.002
Si -4.054 -1.376 10.711 -0.004 -0.005 0.006
Si -1.34 1.352 10.702 0.012 -0.01 -0.003
Si -4.061 4.074 10.711 0.008 -0.004 0.005
Si -1.347 6.801 10.718 -0.006 -0.004 0.003
Si -4.061 -6.805 10.713 0.009 -0.007 0.004
Si -1.347 -4.081 10.712 -0.008 0 0.001
Si 2.736 -0.009 12.109 -0.004 -0.005 0.001
Si 5.445 2.717 12.153 -0.001 0.007 0.002
Si 2.734 5.441 12.111 0.001 -0.003 0.004
Si 5.416 -8.158 12.145 0.001 -0.007 0
Si 2.716 -5.445 12.116 -0.01 -0.008 -0.003
Si 5.437 -2.72 12.138 -0.002 0.005 -0.001
Si 8.145 0.011 12.19 0.008 -0.002 -0.003
Si 10.855 2.733 12.227 0.01 -0.004 -0.004
Si 8.134 5.446 12.203 0.001 0.002 0.003
Si 10.848 -8.145 12.233 -0.008 0 0.001
Si 8.136 -5.428 12.197 0.008 0.001 -0.001
Si 10.836 -2.691 12.226 -0.003 -0.014 -0.007
Si 13.573 0.034 12.264 -0.003 -0.003 -0.006
Si 16.309 2.761 12.291 -0.011 0 -0.001
Si 13.578 5.463 12.268 0.002 0 0.002
Si 16.307 -8.124 12.28 0.005 0.004 0.001
Si 13.562 -5.401 12.257 0.005 -0.005 -0.004
Si 16.299 -2.678 12.285 0.007 -0.005 -0.001
Si 19.031 0.05 12.302 -0.003 -0.004 -0.002
Si 21.763 2.759 12.305 0.003 0.005 0.003
Si 19.04 5.48 12.297 -0.003 0.003 -0.002
Si 21.758 -8.129 12.304 -0.013 -0.012 -0.003
Si 19.035 -5.4 12.309 -0.002 0 0.001
Si 21.761 -2.675 12.315 -0.009 0 -0.002
Si 24.47 0.037 12.314 -0.007 -0.002 0.003
Si 27.172 2.74 12.306 -0.005 -0.009 0.002
Si 24.473 5.468 12.309 -0.003 0 0.002
Si 27.193 -8.146 12.311 0.003 -0.003 0.003
Si 24.479 -5.416 12.317 0.001 0.002 0.003
Si 27.167 -2.698 12.296 -0.005 0.001 0.001
Si 29.868 0.01 12.292 -0.006 -0.001 0.004
Si 32.579 2.714 12.294 0.01 -0.003 -0.002
Si 29.888 5.443 12.315 -0.002 0.014 0.002
Si 32.582 -8.172 12.295 -0.005 0.003 0.001
Si 29.882 -5.431 12.293 0.01 0.003 0.003
Si 32.588 -2.726 12.287 0.001 -0.001 0.004
Si 35.296 -0.013 12.288 0.007 -0.004 -0.001
Si -27.238 2.681 12.27 0.005 -0.002 0
Si -29.967 5.411 12.28 0.01 0.005 -0.004
Si -27.226 8.12 12.292 -0.006 -0.007 -0.002
Si -29.976 10.85 12.289 -0.008 0.005 0.004
Si -27.246 -2.747 12.286 0 0 0
Si -24.498 -0.031 12.266 0.002 0.001 -0.002
Si -21.751 2.694 12.281 -0.001 -0.001 -0.003
Si -24.494 5.397 12.279 0 -0.004 -0.001
Si -21.74 8.134 12.263 0.001 0.006 -0.01
Si -24.485 10.848 12.279 0.004 -0.009 -0.001
Si -21.738 -2.738 12.261 0.008 0.002 -0.008
Si -19.012 -0.014 12.268 0.001 -0.007 0.001
Si -16.269 2.71 12.243 -0.007 0.003 0.004
Si -18.988 5.421 12.268 0.003 0.008 -0.003
Si -16.255 8.153 12.232 0.005 0.01 -0.006
Si -18.992 10.87 12.243 0.004 0.008 0.004
Si -16.269 -2.733 12.229 -0.005 0 0.004
Si -13.542 -0.006 12.199 0 0.008 0.001
Si -10.833 2.714 12.137 -0.008 0 0
Si -13.544 5.431 12.185 -0.001 -0.004 -0.001
Si -10.823 -8.161 12.147 0.011 0 -0.001
Si -13.525 -5.457 12.211 -0.019 0.008 0.003
Si -10.823 -2.731 12.176 -0.005 0.004 0.002
Si -8.116 -0.016 12.113 -0.005 -0.001 0
Si -5.419 2.725 12.083 0.013 -0.002 0.004
Si -8.123 5.445 12.106 0.001 0.017 0.001
Si -5.429 8.163 12.072 -0.003 0.003 -0.003
Si -8.127 10.873 12.112 0.001 -0.02 -0.003
Si -5.408 -2.741 12.071 -0.002 -0.003 0.005
Si -2.691 -0.011 12.061 0.003 0.01 -0.003
Si 0.021 2.714 12.053 -0.006 -0.001 -0.004
Si -2.709 5.438 12.07 -0.001 0 0.005
Si 0.007 8.169 12.079 0.008 0.002 -0.003
Si -2.706 -5.439 12.072 0.003 0.006 -0.001
Si 0.016 -2.728 12.079 -0.001 0 -0.004
Si 1.37 1.366 13.43 0 0.007 -0.004
Si 4.088 4.083 13.491 -0.002 -0.001 0.005
Si 1.374 6.824 13.44 -0.015 0.001 -0.001
Si 4.065 -6.797 13.499 -0.011 -0.004 -0.001
Si 1.363 -4.076 13.463 -0.007 0.001 0.005
Si 4.098 -1.355 13.491 0.005 -0.01 0.005
Si 6.792 1.367 13.548 0.011 -0.015 0.005
Si 9.478 4.075 13.579 0.007 0.007 0.005
Si 6.751 -9.512 13.53 -0.011 0.024 0.001
Si 9.478 -6.786 13.579 0.005 0.001 0.01
Si 6.765 -4.068 13.54 0.004 -0.002 0.003
Si 9.471 -1.343 13.589 0.003 0.014 0.006
Si 12.205 1.395 13.613 -0.005 -0.001 0.005
Si 14.942 4.118 13.645 0.007 0.003 0.006
Si 12.191 -9.508 13.609 0.01 -0.007 0.003
Si 14.928 -6.756 13.613 -0.005 0.008 0.002
Si 12.181 -4.038 13.603 -0.006 0.004 0.004
Si 14.932 -1.311 13.637 0 0 0.008
Si 17.663 1.411 13.666 0.005 0.001 0.003
Si 20.404 4.127 13.664 -0.005 0 -0.002
Si 17.666 -9.481 13.648 0.002 -0.002 0.004
Si 20.395 -6.769 13.669 0.013 0.002 -0.001
Si 17.662 -4.025 13.65 -0.009 -0.002 0.004
Si 20.398 -1.294 13.664 -0.005 0.003 -0.001
Si 23.121 1.414 13.683 0.003 -0.009 0.003
Si 25.826 4.112 13.685 -0.004 0.004 0.003
Si 23.109 -9.492 13.676 0 0.008 -0.006
Si 25.844 -6.777 13.685 0.005 -0.003 0.006
Si 23.119 -4.039 13.677 0.001 0.002 0.005
Si 25.827 -1.328 13.677 0.008 -0.004 -0.005
Si 28.518 1.375 13.675 -0.004 0.005 0.002
Si 31.242 4.076 13.689 0.01 -0.006 0.001
Si 28.542 -9.508 13.693 0.008 0 0.004
Si 31.23 -6.799 13.661 -0.006 -0.002 0
Si 28.528 -4.051 13.656 -0.011 0.001 -0.013
Si 31.226 -1.353 13.648 0.008 -0.001 -0.003
Si 33.933 1.355 13.656 -0.012 0.013 0
Si -28.594 4.048 13.623 -0.002 0.008 0.002
Si 33.944 -9.559 13.634 0.011 -0.008 -0.009
Si -28.596 9.481 13.629 0.01 -0.001 -0.005
Si 33.945 -4.102 13.642 0.011 -0.01 -0.008
Si 36.662 -1.383 13.633 0.001 0.005 -0.001
Si -25.868 1.316 13.614 0.011 -0.003 -0.001
Si -23.117 4.045 13.63 -0.005 0.004 0.01
Si -25.857 6.745 13.637 -0.003 0.006 0.004
Si -23.1 9.487 13.62 0.001 -0.008 0.004
Si -25.854 -4.111 13.618 -0.003 0.003 0.004
Si -23.093 -1.365 13.6 -0.004 -0.013 -0.008
Si -20.386 1.332 13.628 -0.011 0.004 0.009
Si -17.626 4.055 13.623 -0.001 0.008 0.011
Si -20.354 6.78 13.607 0.004 0.001 0.002
Si -17.612 9.516 13.587 0.01 -0.006 0.009
Si -20.359 -4.099 13.597 -0.02 0.011 0.003
Si -17.644 -1.393 13.594 0.002 0.002 -0.001
Si -14.898 1.341 13.575 -0.015 0.001 0.008
Si -12.172 4.072 13.52 -0.008 0 0.001
Si -14.891 6.779 13.57 -0.017 0.002 0.004
Si -12.158 -6.828 13.557 0.012 -0.009 0.001
Si -14.889 -4.097 13.562 0.003 -0.018 0.003
Si -12.18 -1.373 13.546 -0.005 -0.005 0.007
Si -9.476 1.341 13.475 -0.006 0.004 0
Si -6.767 4.09 13.46 -0.014 -0.004 0.005
Si -9.456 -9.51 13.492 -0.011 0 -0.004
Si -6.781 9.509 13.459 0.003 0.01 0.002
Si -9.461 -4.105 13.517 0.003 0.001 0.006
Si -6.759 -1.4 13.448 0.014 0.004 -0.004
Si -4.055 1.348 13.409 0.004 0.002 -0.001
Si -1.337 4.067 13.401 0.015 -0.012 0.001
Si -4.081 6.799 13.42 0.007 0.003 -0.001
Si -1.351 9.53 13.436 -0.009 0.006 0.003
Si -4.065 -4.093 13.443 0.002 -0.007 0.005
Si -1.339 -1.37 13.429 0.003 0.001 0.003
Si 0.019 0.003 14.772 -0.007 -0.007 0.006
Si 2.734 2.694 14.812 0.004 -0.011 0.008
Si 0.017 5.435 14.744 -0.002 0 0.002
Si 2.717 8.155 14.851 -0.005 0.01 0.007
Si 0.002 -5.439 14.816 0.014 -0.002 0.007
Si 2.748 -2.737 14.822 -0.001 0.008 -0.004
Si 5.447 -0.016 14.894 0 0 0.007
Si 8.122 2.719 14.955 0.003 -0.01 0.002
Si 5.415 5.435 14.897 0.003 -0.005 0.006
Si 8.084 -8.151 14.905 0 -0.016 0.001
Si 5.41 -5.447 14.884 0.001 0.005 0.002
Si 8.087 -2.705 14.936 -0.004 -0.013 0.005
Si 10.814 0.041 14.948 0.01 -0.016 0.001
Si 13.568 2.75 14.986 0 0 0
Si 10.824 5.427 14.954 -0.005 0.001 0.002
Si 13.552 -8.127 14.945 0.005 0.006 0
Si 10.811 -5.408 14.952 0.003 -0.004 0
Si 13.53 -2.662 14.964 -0.003 0.001 -0.005
Si 16.28 0.057 15.018 -0.006 0 0
Si 19.028 2.787 15.02 0.001 0.001 -0.002
Si 16.302 5.485 15.01 0 -0.005 0.005
Si 19.02 -8.129 15.025 -0.013 -0.002 -0.001
Si 16.273 -5.383 14.982 -0.001 -0.009 0.001
Si 19.012 -2.638 15.007 0.003 -0.001 0.002
Si 21.745 0.075 15.042 -0.011 0.005 0.004
Si 24.469 2.772 15.071 -0.001 0.007 -0.001
Si 21.754 5.475 15.057 -0.003 0.001 0.01
Si 24.475 -8.139 15.039 -0.002 -0.014 0.011
Si 21.755 -5.403 15.03 -0.014 -0.005 0
Si 24.472 -2.673 15.05 0 0.006 0.001
Si 27.164 0.034 15.066 -0.011 -0.011 0.001
Si 29.865 2.727 15.053 -0.01 -0.009 0.004
Si 27.183 5.461 15.069 -0.007 -0.002 0.001
Si 29.897 -8.143 15.064 0.001 0.001 0.003
Si 27.201 -5.401 15.048 0.011 0.013 0.012
Si 29.86 -2.679 15.031 0.002 0.006 0.006
Si 32.564 0.005 15.025 0.006 0.001 0.008
Si 35.302 2.731 14.991 0.01 0.002 0.003
Si 32.618 5.428 15.056 0 0.016 0.014
Si 35.33 -8.223 14.968 -0.003 -0.006 0.003
Si 32.585 -5.441 15.02 0.011 0.007 0.006
Si 35.31 -2.749 14.995 -0.007 0.001 0.002
Si 38.035 -0.023 14.972 -0.001 -0.005 0.008
Si -24.473 2.644 14.961 -0.009 -0.001 0.011
Si -27.203 5.358 14.993 0.004 -0.007 0.002
Si -24.46 8.104 14.956 0.004 -0.004 -0.009
Si -27.216 10.837 14.966 0.009 0 0.013
Si -24.446 -2.74 14.917 0.014 0.001 -0.008
Si -21.747 -0.026 15 -0.008 0.015 0.003
Si -19.009 2.684 14.964 -0.011 -0.012 -0.002
Si -21.717 5.405 14.948 0.002 0.006 0
Si -18.963 8.14 14.936 -0.015 -0.007 0.007
Si -21.698 10.844 14.947 0.005 -0.001 0.004
Si -19.022 -2.731 14.968 0.005 -0.02 -0.002
Si -16.257 -0.045 14.919 -0.007 -0.004 -0.003
Si -13.515 2.713 14.898 0.01 0.013 0.012
Si -16.236 5.422 14.953 0.001 -0.011 0
Si -13.517 8.127 14.921 0 -0.006 0.002
Si -16.25 10.884 14.937 -0.002 0.018 -0.002
Si -13.52 -2.75 14.915 -0.005 0.027 -0.003
Si -10.8 -0.013 14.88 0.001 0.003 0.002
Si -8.126 2.719 14.806 -0.002 0.001 0.004
Si -10.81 5.455 14.847 0.005 0.008 -0.007
Si -8.109 -8.152 14.868 0 0.008 0.01
Si -10.785 -5.472 14.914 -0.004 -0.018 0.009
Si -8.093 -2.741 14.858 0.01 0.012 0.008
Si -5.383 -0.036 14.765 -0.007 -0.006 -0.006
Si -2.706 2.72 14.751 0.002 -0.013 0.008
Si -5.431 5.475 14.823 0.01 0.018 0.012
Si -2.743 8.177 14.761 -0.005 -0.002 -0.005
Si -5.446 -5.435 14.804 -0.002 -0.009 0
Si -2.692 -2.737 14.785 -0.007 0.007 0.005
O 0.21 -1.341 22.737 -0.637 -0.329 0.042
O -0.187 5.131 -3.821 0.102 -0.174 -0.171
O 2.498 -0.036 22.152 0.067 -0.019 0.551
O 4.226 0.536 25.145 -0.217 -0.735 0.286
O -1.329 2.253 22.761 -0.436 0.236 0.131
O -2.601 0.937 -5.882 0.167 -0.349 -0.085
O 0.601 3.903 23.033 0.424 0.224 0.288
O 2.57 5.262 21.992 -0.128 -0.219 0.505
O 2.922 -6.957 23.956 -0.289 0.094 -0.219
O 6.656 -7.464 23.206 -0.478 -0.341 0.029
O 3.776 -4.43 23.336 0.636 0.383 0.272
O 6.022 7.447 25.372 0.232 -0.514 -0.35
O 11.409 -6.439 25.833 -0.571 0.375 0.001
O 11.803 3.736 23.064 -0.217 0.126 0.117
O 9.88 1.863 23.015 -0.104 -0.154 0.405
O 8.495 8.047 25.008 0.16 0.153 -0.047
O 8.098 5.425 22.186 -0.296 0.257 0.371
O 9.931 7.053 23.074 0.397 0.306 -0.018
O 9.53 5.498 25.169 -0.723 -0.124 -0.242
O 8.039 -5.501 22.139 -0.018 0.035 0.256
O 14.703 1.57 23.319 0.002 0.194 0.249
O 13.37 -0.402 22.534 0.226 0.073 -0.134
O 9.759 3.297 -6.077 0.335 -0.049 0.632
O 14.187 -2.834 -6.514 -0.04 -0.187 -0.218
O 15.539 -6.14 24.129 -0.402 0.467 0.127
O 15.009 7.998 22.539 0.166 0.132 -0.031
O 13.51 5.638 22.229 0.141 -0.14 0.277
O 17.542 -5.931 25.851 -0.176 -0.099 0.172
O 7.133 3.901 25.915 0.047 0.248 -0.379
O 13.463 -5.443 21.92 -0.168 -0.165 0.043
O 14.967 -3.434 22.973 -0.383 0.209 0.08
O 17.677 -5.368 -2.558 0.255 0.428 0.028
O 17.06 -1.779 22.97 -0.118 0.006 0.134
O 17.508 6.317 -2.893 -0.027 -0.045 -0.28
O 20.711 1.237 23.35 0.303 0.393 0.206
O 19.324 5.654 25.249 0.082 -0.026 0.484
O 19.777 6.796 22.995 -0.646 0.062 0.218
O 27.53 -5.768 -3.487 0.436 -0.207 0.04
O 17.816 -6.76 23.303 0.237 -0.585 0.353
O 19.151 -5.28 21.863 0.009 0.073 0.115
O 22.685 -1.935 23.21 0.094 -0.308 0.306
O 20.525 -3.357 22.903 -0.348 0.118 0.344
O 24.317 -0.056 22.369 -0.138 -0.214 0.432
O -31.135 -4.119 -5.732 0.286 0.198 -0.357
O 25.835 4.259 -5.746 -0.124 0.174 -0.067
O 26.311 0.027 -7.319 -0.155 0.056 0.331
O 24.573 5.529 22.272 0.222 -0.061 0.561
O 26.45 7.109 23.161 0.385 -0.389 0.326
O 25.763 -6.741 23.073 -0.016 -0.009 -0.603
O 21.649 -7.956 22.147 0.044 -0.063 0.446
O 27.055 -2.704 22.292 -0.254 -0.22 0.183
O -31.591 -1.247 -1.475 -0.251 0.388 -0.143
O -31.254 3.059 -5.462 -0.003 -0.369 -0.617
O -32.417 1.18 25.205 0.691 0.237 -0.079
O 31.138 6.164 25.29 0.107 -0.015 -0.633
O 30.085 5.698 22.289 0.337 0.192 0.298
O 31.906 7.676 22.826 -0.062 0.436 0.315
O -29.576 -5.181 22.156 0.204 0.026 0.612
O 30.812 -7.385 25.496 -0.434 0.11 -0.285
O 28.303 -7.316 23.186 0.125 -0.248 0.65
O 29.991 -5.45 22.337 0.202 0.029 0.515
O 29.225 4.541 25.859 -0.085 0.029 0.456
O -31.33 -2.709 22.531 0.064 -0.495 0.1
O -28.809 1.484 23.186 -0.631 -0.171 0.636
O -27.105 3.403 22.85 -0.405 0.086 -0.09
O -32.497 2.752 22.283 -0.027 -0.137 0.34
O -28.524 6.185 23.005 0.125 -0.129 0.529
O -27.047 8.112 22.021 -0.023 0.117 0.32
O -26.29 1.105 23.623 -0.046 0.117 -0.315
O -25.74 -1.43 23.249 -0.064 -0.234 0.278
O -23.891 0.403 22.794 0.119 -0.331 0.146
O -22.278 2.465 22.249 -0.122 0.168 -0.11
O -16.541 3.614 -6.213 -0.145 -0.188 0.327
O -24.647 4.083 23.093 0.194 0.323 0.129
O -24.607 2.581 25.428 -0.231 0.092 0.312
O -23.729 7.138 22.926 -0.44 -0.345 0.427
O -21.658 8.128 21.862 0.083 0.035 0.151
O -30.718 7.168 -5.396 -0.112 0.155 -0.236
O -22.134 -4.764 25.425 0.206 0.419 -0.106
O -19.972 -0.789 22.916 0.726 -0.066 0.228
O -17.583 1.169 23.196 -0.183 -0.032 0.244
O -16.223 2.891 21.995 0.091 0.149 0.579
O -16.661 7.071 22.555 0.058 -0.068 0.225
O -16.011 7.41 25.013 0.497 -0.467 -0.094
O -20.026 -6.598 23.117 -0.328 0.412 0.292
O -19.194 -6.182 25.594 0.103 0.051 0.218
O -17.645 6.628 -6.631 -0.082 0.28 0.611
O -22.348 -1.953 -6.03 -0.249 -0.043 -0.216
O -16.894 -3.782 23.348 -0.016 -0.312 0.421
O -12.454 -0.41 22.462 -0.359 -0.183 0.143
O -14.287 4.351 22.839 0.056 0.454 0.094
O -9.09 6.675 -6.139 0.181 -0.218 -0.093
O -11.138 2.218 25.049 0.309 -0.095 0.456
O -13.557 5.346 25.111 -0.079 0.264 0.511
O -15.08 -7.212 23.123 0.419 -0.193 0.387
O -13.471 -5.354 22.149 -0.23 0.024 0.545
O -11.999 -3.162 22.754 0.358 -0.129 0.273
O -13.203 1.785 -3.794 -0.258 0.354 0.097
O -8.018 0.085 22.121 -0.158 -0.003 0.17
O -4.585 2.407 25.263 -0.02 0.26 0.123
O -6.158 1.675 23.103 -0.352 -0.197 0.582
O -4.915 1.389 -3.19 0.163 0.232 0.204
O -8.289 -2.52 -5.979 0.248 -0.217 0.264
O -9.354 3.331 23.121 0.484 -0.118 0.349
O -7.959 5.375 22.177 -0.106 -0.153 0.588
O -6.202 -2.578 23.228 0.329 0.193 -0.01
O -11.624 6.837 -5.828 -0.436 -0.118 -0.444
O -0.622 -7.659 24.954 -0.319 -0.187 0.35
O -3.727 0.798 23.559 0.372 0.069 0.097
O -3.677 -1.729 22.739 -0.389 -0.509 0.16
O -1.898 -0.879 24.466 -0.068 0.25 0.318
O -9.958 -2.392 -3.834 0.069 -0.371 0.437
O -4.229 3.371 22.833 -0.384 0.058 0.381
O -2.784 5.387 21.968 -0.064 0.055 0.526
O -5.878 6.92 22.702 0.219 -0.444 0.204
O -5.48 -1.19 -3.407 -0.381 -0.106 -0.135
O -2.54 -5.481 22.077 0.05 0.129 0.633
O -0.461 -4.05 22.761 0.517 -0.017 -0.14
O -2.714 3.267 -6.778 -0.365 0.291 0.372
O 0.593 -0.098 24.932 0.384 -0.216 0.11
O 5.282 4.806 -3.577 -0.312 -0.06 -0.029
O 3.994 1.948 22.929 0.26 0.114 -0.005
O 2.305 -5.549 21.697 -0.227 0.088 0.384
O -10.832 -1.852 -6.213 0.253 0.236 0.013
O 10.752 -5.647 -3.326 -0.111 0.041 -0.672
O 4.733 6.452 -1.545 -0.092 0.17 -0.522
O 8.533 -7.74 -3.401 0.418 0.081 -0.631
O 15.583 7.648 24.904 0.278 0.188 -0.259
O 30.763 -7.248 -5.534 -0.289 0.053 -0.026
O 1.792 -1.589 -1.523 0.154 -0.335 0.01
O 4.201 -6.28 -5.113 -0.122 -0.096 0.38
O 8.288 -5.065 -2.968 -0.428 0.461 -0.258
O 8.054 0.037 22.26 0.148 0.002 0.487
O 9.464 -3.215 -6.135 -0.301 -0.019 0.247
O 5.19 5.164 -6.152 -0.365 -0.144 -0.114
O 12.161 4.097 -6.819 -0.124 0.233 0.197
O 12.997 -6.611 -4.044 -0.103 -0.316 -0.509
O -31.723 -3.573 25.057 0.021 0.099 0.132
O -10.854 2.487 -2.869 0.372 -0.352 -0.211
O 18.837 -0.017 22.17 0.14 0.131 0.533
O 16.496 -6.544 -0.594 -0.214 -0.145 0.224
O 25.061 3.192 25.723 -0.246 -0.393 0.093
O 3.962 -0.683 -2.761 -0.112 -0.163 -0.366
O 21.952 3.932 25.928 -0.108 -0.456 -0.157
O -4.042 6.97 -5.991 -0.405 -0.004 0.428
O 23.23 -6.138 23.125 -0.61 0.011 0.276
O -4.245 -5.466 -5.905 0.219 -0.238 -0.556
O -10.013 -1.457 22.821 0.255 -0.085 0.595
O 7.818 1.692 -5.254 0.594 -0.378 0.059
O 19.26 0.888 25.522 -0.094 -0.238 0.164
O -16.957 0.01 -5.531 -0.507 0.262 -0.319
O -13.066 -3.114 -6.859 -0.24 0.178 0.18
O 2.199 2.089 24.926 -0.155 0.324 -0.094
O -15.706 -6.855 -4.363 0.138 0.136 0.356
O 19.887 -0.728 -2.574 0.021 0.305 -0.289
O 30.878 0.615 -7.197 -0.179 0.433 0.282
O -21.225 -0.855 25.197 -0.343 -0.414 -0.298
O 29.722 -2.716 -0.444 0.186 -0.13 -0.596
O 20.299 -8.148 25.221 -0.2 0.184 -0.178
O -26.083 4.134 -1.257 -0.479 0.341 -0.212
O -14.291 -5.521 -6.225 -0.074 0.346 0.282
O 25.569 -7.101 -2.509 0.289 -0.289 -0.482
O 26.175 1.375 -1.413 0.372 -0.127 -0.067
O -25.985 -6.616 -1.159 -0.193 0.333 -0.08
O -9.376 2.019 -5.668 -0.311 0.07 -0.194
O 24.489 4.468 -3.455 -0.009 -0.456 0.133
O -27.835 2.552 25.334 -0.165 0.23 0.208
O -28.257 6.023 -1.266 -0.169 -0.338 -0.194
O -10.345 4.405 -6.13 -0.564 -0.629 -0.035
O -30.053 -0.368 22.119 -0.168 0.026 0.233
O -32.157 7.891 25.162 0.545 -0.107 0.396
O -21.501 -5.701 -0.253 0.187 -0.214 -0.719
O -28.785 3.98 -5.699 0.309 0.163 0.491
O -27.245 5.219 25.967 -0.009 -0.129 -0.168
O -8.131 -2.769 -0.64 -0.17 0.115 -0.473
O -32.554 -1.25 24.144 -0.317 0.586 -0.372
O 32.126 6.656 -6.029 -0.336 -0.156 0.073
O -22.328 -0.058 -3.51 -0.151 -0.574 -0.414
O -26.644 2.532 -3.345 -0.046 0.068 0.05
O -30.981 6.754 23.177 -0.166 -0.085 -0.135
O 3.386 7.163 25.482 -0.27 -0.431 0.254
O 1.393 0.358 -6.313 0.541 0.195 0.177
O -26.784 5.188 -3.399 -0.157 -0.015 -0.805
O -26.578 1.303 -5.68 0.141 0.419 -0.012
O -9.349 -7.431 -1.442 -0.183 -0.245 -0.399
O -24.652 -0.03 25.28 -0.245 -0.419 0.221
O 26.469 2.702 -3.731 0.364 -0.033 -0.012
O -2.388 0.063 21.527 0.014 -0.074 0.274
O 20.216 -3.589 -1.369 0.054 0.611 -0.242
O 31.605 3.856 -5.886 -0.205 -0.078 0.401
O 26.957 5.234 -3.485 0.301 0.442 -0.46
O 22.157 5.644 -3.577 -0.178 -0.168 0.162
O -28.753 1.831 -1.209 0.409 0.071 -0.363
O 22.143 -2.106 -6.031 -0.562 -0.014 -0.174
O -25.288 8.023 24.767 -0.673 -0.173 0.025
O 24.011 -2.9 -4.432 -0.157 -0.005 0.094
O 12.367 -6.333 -1.404 -0.2 0.552 -0.012
O -18.818 0.187 25.126 0.149 -0.414 0.726
O -25.394 -3.848 -2.666 -0.097 -0.351 -0.556
O -20.104 5.407 -6.523 -0.158 -0.261 -0.076
O 16.361 2.904 22.093 -0.274 -0.182 0.29
O -29.557 2.747 -3.52 0.389 -0.065 -0.071
O -30.006 -4.247 -3.157 0.645 0.464 0.181
O -15.993 4.281 24.817 -0.004 0.173 -0.31
O -2.672 -8.145 -0.602 -0.019 0.004 -0.377
O -17.609 -7.18 23.822 0.064 0.321 0.039
O 13.985 4.775 -5.004 0.445 -0.132 -0.024
O 25.102 -4.257 23.098 0.038 0.522 0.551
O -28.396 -7.738 -5.508 0.419 -0.063 0.224
O -4.086 -7.409 22.976 0.386 -0.203 0.332
O -17.304 -5.391 -3.126 -0.292 0.362 -0.295
O -15.124 -1.76 23.245 0.073 0.193 0.319
O -16.57 -2.199 25.482 -0.027 0.495 0.039
O 26.676 -7.638 25.349 0.115 -0.466 0.38
O -14.583 -3.828 24.778 -0.075 -0.508 -0.113
O -15.703 -7.837 -6.711 -0.147 0.112 -0.083
O -5.854 -1.155 -5.968 0.385 0.51 0.027
O 2.746 -5.32 -3.021 0.293 -0.349 -0.139
O -17.844 -7.932 -3.029 -0.267 0.113 -0.003
O -5.91 -3.238 25.794 -0.047 -0.645 -0.033
O 9.928 -4.093 23.072 -0.229 0.029 0.32
O 31.5 1.145 -1.535 -0.352 -0.321 -0.375
O 21.731 -3.554 25.165 0.528 -0.16 -0.053
O -29.748 5.366 25.183 -0.398 -0.4 0.09
O 28.562 -0.964 23.405 0.193 0.246 0.057
O -11.222 5.106 -3.345 0.229 -0.15 -0.461
O -21.743 -2.67 22.147 -0.048 0.107 0.46
O -30.8 -6.306 -1.611 -0.444 0.329 -0.106
O 6.14 -3.658 25.035 -0.441 -0.082 0.063
O -22.643 4.689 -5.504 -0.144 -0.03 -0.138
O 2.497 -7.782 -6.402 0.146 -0.065 -0.423
O -23.512 -5.532 -3.102 0.346 -0.257 0.307
O -1.64 6.93 -5.032 -0.311 0.279 0.624
O 16.343 0.091 -0.404 -0.206 -0.074 -0.125
O 32.267 2.812 -3.519 -0.495 0.211 -0.01
O 14.256 5.596 25.947 -0.112 -0.022 -0.528
O 13.579 7.402 -6.52 0.14 -0.441 -0.118
O 24.064 5.506 25.467 0.156 0.652 -0.227
O -15.255 5.923 -5.888 0.419 0.24 0.367
O 1.37 7.261 23.875 -0.181 -0.285 -0.054
O 3.936 7.202 22.965 0.446 0.042 0.154
O -1.168 -5.082 25.068 -0.684 0.057 0.003
O -12.197 1.789 -6.218 0.732 -0.053 0.263
O -24.174 7.902 -0.312 -0.128 -0.096 -0.27
O -29.766 -2.79 -0.345 0.084 -0.179 -0.54
O -5.51 -3.415 -4.945 -0.043 -0.122 0.468
O -1.331 4.001 -1.777 -0.084 0.089 0.503
O -5.78 3.821 -4.296 0.357 0.175 0.622
O 24.292 -2.71 -0.572 0.232 -0.205 -0.165
O -15.723 4.243 -3.835 -0.481 -0.307 0.266
O -18.565 5.829 -3.231 0.216 -0.068 -0.745
O 19.898 6.654 -1.641 0.12 -0.195 -0.372
O -26.883 7.727 -2.573 0.151 -0.023 -0.377
O 0.99 -6.543 -1.543 -0.288 -0.01 -0.093
O 11.752 -2.283 23.038 0.152 0.142 0.183
O 26.739 5.146 25.376 -0.025 0.577 -0.401
O 16.262 -1.202 -6.295 0.237 -0.221 -0.09
O 8.203 2.705 -0.51 -0.125 0.005 -0.388
O 25.956 -4.447 -4.945 -0.277 -0.246 -0.024
O -17.515 0.884 -3.106 0.39 0.2 0.078
O -18.76 5.51 22.016 0.111 0.278 0.157
O 6.236 -1.716 23.158 -0.296 -0.059 -0.049
O 31.618 -3.591 23.264 -0.061 -0.073 0.62
O 20.997 1.217 -1.278 0.079 0.361 -0.381
O -27.504 -3.097 22.177 0.017 0.075 0.566
O 22.7 2.393 -4.99 0.43 0.49 0.02
O -16.239 -2.692 21.152 0.049 0.158 -0.459
O -0.728 4.929 -6.511 0.125 -0.344 0.137
O 13.345 -2.035 -4.135 0.423 0.019 0.476
O -24.735 -5.023 25.181 -0.393 0.326 -0.363
O -24.399 2.572 -0.273 0.104 -0.175 -0.435
O -19.648 7.659 24.79 -0.466 -0.098 -0.26
O 27.559 -6.21 -0.912 0.167 0.511 -0.13
O -19.782 -5.091 -6.401 0.06 0.723 0.032
O -22.446 1.054 -1.171 -0.288 0.113 -0.396
O 26.656 -6.821 -5.871 -0.392 -0.571 0.398
O -19.427 -7.743 -0.159 0.172 0.114 -0.609
O -23.075 -6.869 24.201 0.683 -0.139 0.387
O -2.31 -7.688 -7.018 -0.271 0.105 -0.448
O 11.502 -0.085 -3.341 -0.514 0.216 -0.246
O -13.77 2.714 24.856 -0.363 -0.432 0.012
O -7.362 7.122 -1.364 0.118 -0.145 -0.455
O -20.163 1.101 -2.584 -0.258 0.313 -0.534
O -31.279 1.663 -1.823 0.115 -0.223 0.095
O 18.141 3.295 25.494 -0.316 -0.171 -0.122
O 6.223 -6.483 -3.562 -0.377 -0.474 0.236
O 18.969 -2.962 -3.529 -0.119 -0.416 -0.491
O 21.623 -5.444 -0.338 -0.111 -0.048 -0.533
O -11.119 -6.875 -5.157 0.266 0.081 0.345
O 30.503 -1.234 -5.123 0.29 0.47 0.239
O -20.455 -2.919 -4.496 0.325 -0.298 0.674
O -26.761 -2.759 -5.172 0.346 0.059 -0.274
O -23.328 -4.46 23.1 -0.122 0.132 0.214
O -0.647 -1.166 -5.346 0.005 -0.28 -0.623
O -2.46 -4.995 -3.918 -0.199 0.11 0.018
O -18.503 -1.384 -3.881 -0.383 -0.043 0.411
O 5.017 7.866 -6.258 0.407 0.101 0.511
O 24.768 -5.795 25.297 -0.56 0.094 0.392
O 23.054 4.942 -1.257 -0.464 0.325 -0.156
O -30.443 4.271 22.935 -0.168 -0.219 0.28
O -15.945 -1.267 -3.527 0.455 0.07 0.533
O -12.345 0.957 -1.374 0.321 -0.438 -0.235
O -28.055 -0.546 -7.069 0.531 -0.068 -0.174
O 2.763 -2.786 -3.653 -0.253 -0.227 -0.29
O -22.082 5.875 -0.348 -0.227 0.099 -0.637
O 21.786 6.968 -5.842 0.553 -0.045 -0.036
O 28.647 -2.954 25.096 0.2 -0.034 -0.524
O -14.417 -1.706 -1.143 0.378 0.242 -0.106
O 28.208 6.848 -1.806 -0.149 0.342 0.221
O -30.19 -6.495 -4.243 -0.557 -0.353 -0.11
O 30.941 -6.304 -3.127 -0.117 -0.231 0.095
O -20.158 4.495 -1.437 0.07 -0.175 -0.152
O 15.788 -2.239 25.205 0.129 -0.141 0.262
O -23.174 -3.822 -1.17 -0.235 0.357 -0.209
O -24.383 -5.724 -5.59 0.172 0.292 -0.052
O 6.295 -0.957 -1.411 -0.228 0.064 -0.113
O -22.065 0.381 -7.234 0.63 0.256 -0.179
O -23.54 -7.826 -4.207 0.104 -0.243 0.64
O -32.459 -4.708 -3.616 0.186 -0.435 -0.167
O -28.867 6.568 -3.823 -0.541 -0.222 0.187
O 1.533 -0.476 -3.878 -0.094 0.325 -0.011
O 22.309 -1.058 -1.331 0.057 0.077 -0.065
O 0.317 -7.079 22.543 -0.486 0.368 0.207
O -22.176 -4.484 -5.63 -0.204 -0.173 -0.16
O -32.435 5.344 -0.371 -0.328 -0.081 -0.414
O -28.174 -5.071 -5.256 0.175 0.01 0.328
O -8.977 3.964 -3.921 0.499 0.257 0.228
O -11.446 4.53 23.85 0.276 0.176 -0.025
O 7.425 4.269 -5.161 0.337 0.476 0.138
O -5.401 7.847 25.046 -0.015 0.348 0.392
O -5.509 5.38 -0.64 -0.153 0.041 -0.534
O 3.763 -5.412 25.764 0.466 0.292 0.039
O 20.094 -5.389 -3.356 0.385 -0.362 0.036
O 11.065 7.449 25.455 0.218 -0.41 -0.206
O 16.833 5.558 25.841 -0.014 -0.297 0.19
O -22.476 3.687 24.554 0.08 0.24 0.324
O -16.026 6.603 -2.849 0.327 0.593 -0.442
O -20.644 4.585 -4.028 -0.154 -0.213 0.096
O -13.888 3.723 -5.557 0.337 0.46 -0.304
O 12.479 1.252 -1.372 0.051 -0.123 0.233
O -17.476 -4.838 -0.67 -0.402 -0.111 0.19
O -6.333 -4.506 -1.497 0.167 0.496 -0.221
O 20.492 -1.239 24.47 -0.581 -0.054 0.276
O 30.888 6.496 -1.437 0.221 -0.308 -0.508
O 17.079 4.34 -1.238 -0.314 -0.372 -0.238
O -18.224 -6.828 -5.254 -0.449 -0.483 -0.052
O 13.755 2.251 -3.512 -0.309 0.5 -0.245
O 1.141 4.673 -1.526 0.159 0.176 -0.262
O 26.129 5.676 -0.95 -0.383 -0.107 0.217
O -8.866 -0.089 -4.036 0.531 -0.046 0.164
O 28.779 -1.821 -3.397 -0.032 0.005 -0.347
O -6.632 0.506 -1.478 0.056 -0.154 -0.336
O 23.106 -7.105 -1.534 -0.154 0.136 -0.536
O -24.369 4.069 -3.305 0.419 0.28 0.244
O -19.121 -2.766 -0.367 -0.006 0.153 -0.525
O -15.896 -3.324 -5.282 0.048 -0.125 0.042
O -0.798 6.515 -1.569 0.101 0.003 -0.452
O -11.903 6.379 -1.126 0.628 -0.048 -0.006
O 23.974 -0.922 25.956 -0.03 -0.265 -0.252
O 21.803 6.183 24.535 0.443 0.498 -0.216
O 6.124 -1.093 25.764 0.079 -0.199 0.471
O 28.413 -4.884 -5.901 0.456 0.389 0.233
O -17.21 -5.056 -6.832 0.223 -0.223 -0.315
O -15.367 -3.971 -1.961 -0.354 0.317 0.04
O 11.261 7.377 -5.422 -0.332 0.133 -0.06
O -18.653 3.204 -3.126 0.558 -0.062 -0.738
O -11.369 -0.094 -3.484 -0.433 -0.173 -0.509
O -20.777 1.504 24.089 0.122 -0.001 -0.017
O 26.534 -1.443 25.147 -0.151 -0.52 -0.132
O -8.056 -0.002 -6.587 -0.566 0.473 -0.513
O -30.55 -1.534 -7.208 -0.079 -0.099 -0.252
O -2.065 1.613 -1.233 -0.405 -0.374 0.103
O -0.04 0.03 -0.594 -0.045 0.031 -0.297
O -15.578 -6.495 -1.34 -0.022 -0.087 -0.409
O -30.38 3.936 -1.217 0.516 0.574 -0.171
O 0.903 6.777 -5.484 0.226 -0.487 -0.029
O 29.859 -5 25.798 0.422 0.252 -0.187
O -28.455 6.335 -6.54 0.101 0.403 -0.274
O 30.907 1.511 23.521 -0.393 -0.447 0.085
O 22.401 -4.699 -5.695 0.118 -0.283 0.363
O -9.709 4.381 -1.405 0.207 0.731 -0.043
O 31.396 -4.426 -1.434 0.256 -0.055 -0.014
O 25.795 -4.586 -1.629 -0.32 0.249 -0.5
O 6.67 1.461 25.05 0.672 -0.314 -0.016
O 27.674 -1.113 -1.222 -0.462 0.194 0.303
O 18.833 -7.74 -3.166 -0.232 0.021 0.107
O -2.199 -0.163 -3.546 -0.502 -0.061 0.777
O 17.676 4.753 23.381 0.064 0.085 0.272
O 15.968 6.694 -0.834 0.256 0.077 -0.091
O 6.656 3.559 23.316 -0.299 -0.109 -0.002
O -8.551 7.661 -3.661 -0.522 -0.106 0.021
O 30.417 -3.757 -3.881 -0.302 -0.108 -0.584
O -0.311 1.304 -4.573 0.316 0.715 0.317
O -11.565 2.159 22.545 -0.312 0.336 0.097
O -29.97 -6.117 -6.883 0.205 -0.466 -0.521
O 9.697 6.247 -3.648 -0.179 -0.498 -0.097
O 2.857 8.126 -0.655 -0.155 0.19 -0.305
O 12.336 5.824 -3.404 -0.102 -0.448 0.027
O -3.38 -1.91 -5 -0.075 -0.502 -0.512
O -7.689 -4.624 22.844 -0.775 0.25 -0.023
O 24.142 6.989 -2.68 0.306 0.325 -0.636
O -10.807 8.117 22.025 0.122 0.083 0.187
O 28.923 -0.574 25.99 -0.386 0.413 0.226
O 19.005 2.756 -0.447 0.063 0.019 -0.463
O -12.636 6.687 23.057 -0.32 0.216 0.148
O 29.895 2.686 -0.294 0.144 0.135 -0.167
O 6.436 4.48 -1.258 -0.008 -0.012 -0.265
O 18.171 -5.989 -5.057 -0.36 0.077 -0.086
O 5.55 -5.394 -0.449 -0.163 0.132 -0.501
O -23.338 7.762 -6.665 0.439 -0.239 -0.408
O 1.426 -4.837 24.522 0.129 -0.157 -0.043
O 8.199 -2.604 -0.466 -0.128 -0.129 -0.361
O -17.782 6.709 -0.979 0.373 -0.553 -0.038
O 14.2 2.515 -6.146 0.368 -0.379 -0.32
O 5.003 -4.179 -3.934 0.448 0.441 0.121
O 12.83 3.772 -1.428 -0.201 0.27 -0.249
O 29.738 -7.635 -0.859 0.673 0.105 0.325
O 11.315 8.123 -2.878 -0.365 -0.214 0.398
O -12.967 0.379 25.849 -0.541 -0.034 -0.201
O 8.404 -4.49 25.996 0.284 -0.528 0.114
O 13.813 8.131 -0.319 -0.101 0.009 -0.291
O -22.952 2.267 -4.58 0.337 -0.006 0.182
O 11.02 5.464 -0.502 -0.002 -0.009 -0.278
O 13.602 -2.728 -0.381 0.043 -0.052 -0.173
O -25.73 -2.015 -0.991 0.365 -0.039 -0.619
O 20.388 1.935 -6.157 -0.072 -0.14 0.687
O 17.792 -1.738 -1.47 -0.199 -0.707 -0.289
O -24.867 0.77 -3.477 -0.023 -0.187 0.607
O -1.316 -4.518 -1.532 0.108 -0.319 -0.013
O -32.406 0.208 -3.579 0.033 -0.008 -0.756
O -25.79 -7.483 -6.815 -0.457 -0.132 0.291
O -11.894 -5.436 -7.268 0.236 -0.163 -0.079
O -6.798 6.157 -4.925 0.113 0.02 0.406
O 15.712 0.873 -4.721 0.398 0.289 0.158
O 9.899 0.879 -1.395 -0.271 -0.22 -0.371
O -1.075 7.051 22.94 -0.229 0.053 0.344
O 6.551 -5.354 -5.921 0.208 0.222 0.063
O -18.015 2.738 25.355 -0.289 0.042 0.128
O 15.318 -6.354 -2.924 -0.03 -0.369 0.108
O -7 -5.289 -5.949 -0.274 -0.093 0.549
O -15.504 4.558 -1.239 -0.348 0.183 -0.037
O -27.444 -4.117 -0.874 -0.011 -0.339 -0.068
O 24.398 2.869 -0.36 -0.084 0.177 -0.495
O -3.853 3.564 -1.573 -0.502 0.18 -0.524
O 31.394 -1.712 -2.701 -0.041 0.301 0.621
O 4.842 1.241 -1.284 -0.104 0.243 -0.401
O 1.384 -7.35 -4.002 0.473 -0.333 0.334
O 29.903 7.756 -3.467 -0.472 -0.251 -0.368
O 8.26 -2.16 24.763 0.267 0.395 -0.226
O -13.785 8.125 -0.406 0.08 0.076 -0.158
O 10.084 -4.236 -1.225 0.402 0.08 0.116
O -24.043 0.19 -5.725 -0.423 -0.15 -0.034
O -9.735 -0.96 -1.62 -0.344 0.342 -0.088
O 22.875 4.042 23.472 -0.419 -0.685 0.259
O 28.265 4.264 -1.384 0.247 -0.397 -0.47
O -25.035 -6.773 22.655 0.427 0.262 0.192
O -24.998 3.642 -5.701 -0.357 -0.36 0.078
O -27.688 -2.491 -2.772 -0.758 -0.254 0.063
O -25.368 6.178 -6.333 -0.434 0.128 0.689
O -18.31 1.905 -0.89 -0.162 0.227 -0.039
O 19.748 6.306 -4.243 -0.476 0.054 -0.454
O 4.704 3.148 25.063 -0.478 0.544 0.441
O -27.149 0.023 -0.275 0.075 -0.089 -0.458
O -7.678 4.003 -6.17 0.053 -0.078 -0.463
O 9.081 7.095 -1.25 -0.176 0.449 0.058
O -7.573 -5.82 25.216 0.583 0.015 0.181
O -13.841 -2.686 -3.613 0.642 -0.334 -0.397
O 0.166 -5.017 -3.566 0.068 0.234 -0.278
O -4.894 2.007 -5.799 -0.396 0.028 -0.238
O 26.964 0.124 -3.478 0.235 0.005 -0.402
O -4.265 -0.489 -1.268 0.439 0.271 -0.401
O 13.196 0.335 -5.262 0.081 -0.101 -0.812
O 19.811 -7.713 -6.07 -0.132 -0.36 0.587
O -7.02 -6.852 -2.462 -0.236 0.106 -0.356
O -1.564 4.486 24.52 0.08 0.449 -0.379
O 15.147 -7.059 -5.452 0.14 0.245 -0.449
O -11.247 6.751 25.304 0.109 0.474 -0.236
O 27.563 2.643 25.229 0.334 -0.516 0.374
O -20.941 -1.074 -1.333 -0.078 -0.265 -0.241
O 5.392 2.642 -5.113 -0.4 -0.05 -0.027
O -25.909 -6.547 -3.743 -0.119 0.32 -0.233
O -9.339 -6.269 -6.921 -0.136 0.049 -0.514
O -7.373 -7.783 -5.854 0.582 0.227 0.165
O -16.267 0.805 25.535 0.65 -0.25 -0.274
O 32.05 -1.69 -7.038 0.152 -0.638 0.062
O -27.211 -0.244 -3.818 -0.361 -0.06 0.374
O 24.458 1.121 -3.397 -0.251 -0.138 0.097
O -16.373 0.048 -0.409 -0.137 0.107 -0.342
O 5.882 0.119 -6.029 -0.474 -0.169 0.106
O 18.008 0.773 -6 0.174 0.068 -0.187
O -3.198 -7.399 -4.485 -0.053 -0.17 0.6
O 20.034 -5.231 -6.854 -0.302 0.311 -0.402
O 4.017 -3.607 -1.512 -0.123 0.633 0.02
O -31.331 -6.933 23.158 -0.174 0.219 0.461
O 28.258 4.256 23.356 -0.057 -0.086 0.099
O 11.395 -6.715 22.961 -0.351 -0.102 0.036
O -2.477 2.516 -3.658 -0.365 0.412 -0.224
O -12.762 -3.747 -1.452 0.125 -0.029 -0.76
O 23.663 0.014 -5.61 0.324 0.101 0.031
O -13.73 2.852 -0.349 0.073 0.042 -0.405
O -9.192 -6.651 23.215 -0.247 -0.198 0.458
O 7.103 6.478 -2.833 -0.039 0.021 -0.363
O 15.515 -4.261 -1.322 0.118 0.093 -0.258
O -18.504 5.309 25.347 -0.391 0.094 -0.391
O 14.469 -4.526 -4.601 0.37 0.08 -0.058
O 15.017 5.127 -2.666 -0.292 -0.65 -0.14
O 27.264 -5.135 25.285 0.008 0.231 -0.678
O 12.191 1.332 24.156 -0.04 -0.298 0.227
O -29.084 -1.695 -4.974 -0.492 0.152 0.322
O -8.147 2.531 -0.549 -0.2 -0.112 -0.539
O -0.05 -2.689 24.944 0.222 0.033 0.748
O 7.42 -6.955 -1.267 0.422 -0.265 -0.078
O -3.316 6.318 25.485 0.231 0.308 -0.437
O 6.676 -6.313 25.54 -0.081 0 0.09
O -10.981 -5.5 -0.61 0.076 -0.007 -0.484
O 11.566 -1.155 -1.008 -0.452 -0.283 -0.231
O -4.978 -5.637 -3.501 -0.084 0.331 -0.355
O -20.033 -0.768 -5.903 0.089 0.53 -0.044
O 10.524 3.052 25.237 -0.461 -0.296 0.456
O 25.785 1.717 23.549 0.045 0.269 0.099
O -28.46 -3.148 -7.086 -0.413 -0.345 -0.348
O -5.314 4.903 -6.762 -0.002 -0.313 -0.344
O 11.174 -1.425 -5.44 -0.277 0.373 -0.546
O -32.565 -6.161 -6.878 0.146 0.096 0.266
O 21.076 4.418 -5.578 -0.053 -0.148 0
O 14.873 2.096 -1.137 0.384 0.107 -0.106
O 11.995 -3.875 -5.35 -0.002 -0.518 -0.358
O -11.979 7.643 -3.395 0.01 0.398 0.3
O -18.265 -2.725 -6.164 -0.107 0.164 -0.124
O -2.802 -2.624 -0.568 -0.111 -0.313 -0.126
O 12.305 -4.64 24.215 0.629 0.07 0.378
O -14.599 -1.154 -5.758 0.195 0.135 -0.198
O -21.483 -6.977 -5.737 0.218 -0.046 0.022
O 18.72 -7.984 -0.205 -0.05 0.08 -0.095
O 17.561 -0.815 -3.969 -0.388 -0.117 -0.157
O -11.746 -1.605 24.738 0.379 -0.106 0.147
O -13.523 -7.85 -5.338 -0.201 -0.175 -0.005
O -29.181 1.479 -5.927 -0.607 -0.238 -0.172
O 17.244 -4.16 23.999 0.331 0.169 -0.079
O -24.62 5.208 25.393 0.191 0.454 -0.122
O -23.042 -2.993 -3.665 -0.213 0.46 0.059
O 24.882 7.903 -0.339 -0.337 0.273 0.296
O -7.298 -1.101 25.223 -0.234 0.131 -0.094
O -13.673 5.608 -2.886 0.132 0.14 -0.143
O 22.008 0.308 -3.562 -0.319 -0.272 -0.18
O -20.307 3.893 23.17 0.228 0.319 0.602
O 26.258 -2.374 -3.159 -0.428 0.025 0.336
O -0.297 2.388 25.132 -0.336 0.17 0.565
O 13.362 -7.248 24.378 -0.1 -0.316 0.243
O 10.079 -3.148 -3.639 0.094 0.292 0.314
O -4.696 -6.545 -1.179 -0.047 -0.156 -0.466
O -29.731 8.016 -0.399 -0.018 -0.06 -0.045
O -1.334 -2.744 -3.455 0.329 0.316 0.445
O 26.243 -2.005 -5.704 0.517 0.162 0.179
O 2.833 2.809 -0.62 -0.168 -0.179 -0.656
O -26.344 -4.762 -7.022 0.044 0.104 -0.568
O -10.252 -4.34 -5.492 -0.221 0.054 0.472
O -7.077 1.537 -4.569 -0.269 -0.172 0.422
O -6.591 -6.969 23.161 -0.075 0.07 -0.49
O 31.566 3.556 25.139 0.258 0.174 -0.173
O 16.014 6.649 -6.028 0.704 0.088 0.197
O 32.51 7.899 -3.836 0.252 -0.031 0.667
O 21.579 -3.245 -3.651 0.261 0.156 0.37
O 10.628 -3.042 25.32 0.391 0.257 0.483
O -14.77 1.397 -5.922 -0.481 0.262 -0.388
O -28.271 -6.283 -2.483 0.112 -0.078 -0.07
O 14.444 7.21 -4.038 0.173 0.451 0.464
O 6.12 0.64 -3.486 0.277 -0.027 -0.007
O 14.108 -0.2 25.127 -0.031 0.13 0.47
O -21.504 6.927 -4.899 0.038 0.373 0.206
O -4.637 -1.176 24.988 0 -0.148 0.336
O 22.029 -6.898 -7.143 0.421 0.128 -0.291
O -31.596 -2.254 -3.936 0.199 0.11 -0.238
O -32.14 5.229 -4.166 0.174 0.188 0.237
O 21.885 0.651 25.605 0.439 0.286 0.116
O 0.026 -7.122 -6.196 -0.165 0.407 0.139

Results
total energy: -406615.981 eV
total energy less fixed offsets of O -438.25, Si -107.07 eV per atom: -3.181 eV
